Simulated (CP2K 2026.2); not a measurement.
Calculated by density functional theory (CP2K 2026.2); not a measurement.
Periodic cell of 1182 atoms, Si850O332, from a study of silicon, its oxide and their interface. The atomic structure is a simulated model.
Doubt: the forces sum to 6.30 eV/angstrom along one axis rather than to zero, so they err by at least 0.0053 eV/angstrom per atom on average; the grid cutoff is modest.

Settings
functional: PBE
method: Gaussian and plane waves
basis set: DZVP-MOLOPT-SR-GTH
pseudopotentials: GTH-PBE
grid cutoff: 350 Ry, relative cutoff 50 Ry
k points: Gamma only
occupations: fixed
spin: none
net charge: 0

Cell vectors (angstrom)
a  16.4025  0  0
b  0  32.805  0
c  0  0  40.2872

Atoms: element, x, y, z (angstrom)
Si  16.3685  0.0109  39.5607
Si  2.2911  3.4387  40.2205
Si  0.0472  5.5364  0.4112
Si  2.6516  8.39  0.4334
Si  0.5714  10.6669  40.2533
Si  2.5786  14.1436  0.0117
Si  1.0874  16.0399  39.9049
Si  3.146  19.0138  0.2707
Si  16.3872  21.9696  0.1619
Si  2.6278  24.9855  0.3123
Si  0.2418  27.008  0.0344
Si  3.3146  29.2714  0.0413
Si  5.8232  32.309  40.1373
Si  8.5821  3.3488  39.6431
Si  4.8878  6.2168  0.0409
Si  8.0402  8.5182  0.3992
Si  5.7192  10.7656  0.3908
Si  8.6539  13.5196  0.3133
Si  5.0081  16.4709  0.0704
Si  7.347  19.1775  40.2224
Si  5.5758  21.8377  0.3357
Si  7.8218  24.9509  40.2045
Si  5.5603  27.1156  0.3897
Si  7.931  29.9191  40.1424
Si  11.2976  32.3347  40.1582
Si  12.9745  3.3307  0.1479
Si  11.7305  5.3781  0.1643
Si  14.5921  7.8761  40.1193
Si  10.7744  11.1773  0.2711
Si  13.5006  13.6836  40.2022
Si  11.364  16.0181  40.2861
Si  13.3548  19.3581  40.1778
Si  11.0533  21.5389  0.0336
Si  14.0872  24.1941  0.2798
Si  10.913  27.4661  40.1067
Si  13.4785  30.1349  0.3606
Si  1.2581  1.4545  0.8872
Si  3.9917  4.3438  1.2662
Si  1.3361  6.9556  1.7234
Si  4.0923  9.7278  1.6857
Si  1.5468  12.4036  1.2828
Si  4.0397  15.0123  1.6283
Si  1.532  17.7115  1.3455
Si  4.1452  20.5724  1.6801
Si  1.5297  23.1847  1.4919
Si  4.1144  25.9591  1.8218
Si  1.455  28.5621  1.3793
Si  4.1487  31.2467  1.1973
Si  6.9845  1.2617  0.9555
Si  9.328  4.2068  1.3422
Si  6.6817  6.9654  1.4525
Si  9.7011  9.5931  1.5897
Si  6.9012  12.4675  1.4914
Si  9.8294  15.0569  1.5632
Si  6.7416  17.5398  1.4354
Si  9.6809  20.3037  1.3987
Si  6.8791  23.3605  1.5081
Si  9.4831  26.0698  1.2285
Si  6.8928  28.6212  1.5551
Si  9.5639  31.2489  1.1438
Si  12.1716  1.3801  1.2326
Si  14.8996  4.0808  1.3785
Si  12.7587  7.087  1.3011
Si  15.3229  9.6021  1.3105
Si  12.4095  12.3204  1.4748
Si  15.1118  14.9097  1.1561
Si  12.4182  17.7103  1.3395
Si  15.0872  20.3601  1.304
Si  12.2825  23.1173  1.3658
Si  15.1282  25.8885  1.5188
Si  12.2144  28.575  1.5077
Si  15.0993  31.5783  1.1606
Si  16.33  2.6409  2.5664
Si  2.6757  0.0034  2.372
Si  0.0095  8.3493  2.9615
Si  2.7457  5.5312  2.8833
Si  0.0655  13.6648  2.6713
Si  2.772  11.1571  2.8976
Si  0.0469  19.0146  2.6935
Si  2.7718  16.4539  2.926
Si  0.0985  24.5142  2.874
Si  2.7509  21.8696  2.9847
Si  0.0406  30.1225  2.5687
Si  2.6846  27.3324  2.9875
Si  5.5187  2.752  2.3559
Si  8.222  32.7594  2.5338
Si  5.4538  8.3081  2.9288
Si  8.0115  5.4996  2.7523
Si  5.5448  13.7526  2.8838
Si  8.2775  11.0349  2.856
Si  5.5265  19.0495  2.8842
Si  8.3247  16.3979  2.7904
Si  5.5002  24.5481  3.0097
Si  8.2956  21.8044  2.7165
Si  5.4618  30.0393  2.7694
Si  8.2603  27.2811  2.8502
Si  10.7752  2.7345  2.6088
Si  13.6643  0.0616  2.5898
Si  11.1358  8.1964  2.7422
Si  13.7432  5.5596  2.7885
Si  11.1197  13.6803  2.9147
Si  13.8155  10.9059  2.6955
Si  11.0177  18.9851  2.8052
Si  13.8667  16.3728  2.6618
Si  10.9021  24.5982  2.6396
Si  13.712  21.7401  2.7492
Si  10.8419  30.0005  2.7289
Si  13.6764  27.2612  2.7887
Si  1.3157  4.0332  4.0326
Si  4.1043  1.3671  3.793
Si  1.437  9.7047  4.2367
Si  4.1106  6.8782  4.2524
Si  1.3657  15.0224  4.1779
Si  4.1954  12.3983  4.2698
Si  1.3338  20.426  4.1577
Si  4.1373  17.7759  4.3124
Si  1.3534  25.9253  4.2962
Si  4.1207  23.1962  4.3329
Si  1.4007  31.4869  3.9451
Si  4.1177  28.7268  4.2126
Si  6.7077  4.0463  4.0269
Si  9.5237  1.315  4.0193
Si  6.8993  9.6482  4.2411
Si  9.5851  6.8358  4.0415
Si  6.9413  15.0869  4.2071
Si  9.6678  12.3471  4.2535
Si  6.9183  20.4761  4.1816
Si  9.6276  17.7339  4.2152
Si  6.8823  25.9643  4.2526
Si  9.6201  23.2119  4.1009
Si  6.861  31.4672  4.0342
Si  9.566  28.6895  4.2009
Si  12.2485  4.1127  4.0087
Si  15.0082  1.357  4.0436
Si  12.4134  9.5912  4.1367
Si  15.0735  6.8662  4.2299
Si  12.4871  15.094  4.1707
Si  15.1187  12.3103  4.1043
Si  12.3414  20.4168  4.1535
Si  15.1168  17.7282  4.14
Si  12.2859  25.8966  4.0991
Si  15.0429  23.1538  4.1638
Si  12.2905  31.4451  3.9825
Si  15.0667  28.7401  4.0189
Si  16.3711  0.0187  16.4398
Si  2.7121  2.7519  16.4489
Si  16.399  5.482  16.456
Si  2.7339  8.1721  16.461
Si  0.0011  10.8801  16.4597
Si  2.7413  13.6227  16.4353
Si  0.0163  16.3897  16.4149
Si  2.7386  19.1589  16.4169
Si  16.402  21.8788  16.4166
Si  2.6982  24.6089  16.4326
Si  16.3702  27.3333  16.4362
Si  2.6973  30.0799  16.4468
Si  5.4437  0.0235  16.4518
Si  8.1867  2.7522  16.4615
Si  5.4626  5.4663  16.4645
Si  8.2096  8.1602  16.4572
Si  5.4732  10.8692  16.4515
Si  8.2263  13.6164  16.4311
Si  5.4701  16.3833  16.4195
Si  8.2019  19.1465  16.4115
Si  5.4377  21.8947  16.4165
Si  8.1615  24.621  16.43
Si  5.419  27.3442  16.4236
Si  8.1538  30.0741  16.4293
Si  10.9061  0.0211  16.435
Si  13.6529  2.7657  16.4476
Si  10.9347  5.4707  16.4765
Si  13.6688  8.1765  16.4729
Si  10.9504  10.8787  16.447
Si  13.6948  13.6262  16.4301
Si  10.9576  16.3754  16.4121
Si  13.6905  19.1428  16.4169
Si  10.932  21.8878  16.414
Si  13.6559  24.6086  16.4268
Si  10.8926  27.349  16.4311
Si  13.6268  30.0752  16.4399
Si  1.3208  1.4042  17.8082
Si  4.0648  4.1284  17.8278
Si  1.3489  6.8457  17.8477
Si  4.1058  9.513  17.8435
Si  1.3835  12.2449  17.8065
Si  4.1048  15.0076  17.7797
Si  1.3698  17.7823  17.7595
Si  4.0719  20.5454  17.7963
Si  1.3446  23.2282  17.8091
Si  4.0486  25.9824  17.7982
Si  1.3241  28.6957  17.8091
Si  4.0609  31.4613  17.8083
Si  6.802  1.4009  17.83
Si  9.5424  4.1285  17.8449
Si  6.8381  6.8196  17.8471
Si  9.5945  9.5043  17.8247
Si  6.868  12.228  17.7866
Si  9.6127  14.9855  17.7703
Si  6.8225  17.7816  17.7584
Si  9.5659  20.521  17.7681
Si  6.7791  23.2603  17.7952
Si  9.5209  25.9841  17.8019
Si  6.7771  28.701  17.795
Si  9.523  31.4487  17.7774
Si  12.2607  1.4119  17.7963
Si  15.0091  4.1481  17.8224
Si  12.2989  6.8364  17.8685
Si  15.0336  9.5324  17.8579
Si  12.3377  12.2437  17.7899
Si  15.0675  15.0057  17.774
Si  12.3239  17.7588  17.7525
Si  15.0528  20.5104  17.7874
Si  12.2911  23.2412  17.7922
Si  15.024  25.9455  17.8122
Si  12.2528  28.7026  17.809
Si  14.9947  31.4508  17.7928
Si  16.3698  2.7915  19.1798
Si  2.6873  0.0384  19.1643
Si  16.3928  8.1873  19.2598
Si  2.7053  5.4867  19.2211
Si  0.0177  13.6292  19.1448
Si  2.7196  10.8691  19.2007
Si  0.0293  19.1475  19.1471
Si  2.731  16.4126  19.106
Si  16.3733  24.5561  19.1995
Si  2.699  21.8826  19.2078
Si  16.3453  30.0644  19.1565
Si  2.6585  27.3  19.1873
Si  5.4426  2.7932  19.2017
Si  8.1762  0.0059  19.1585
Si  5.4709  8.1582  19.236
Si  8.2013  5.4922  19.2552
Si  5.4728  13.5958  19.1009
Si  8.2237  10.8568  19.1734
Si  5.4511  19.1651  19.119
Si  8.2238  16.3942  19.052
Si  5.3825  24.6049  19.1745
Si  8.1658  21.8764  19.117
Si  5.401  30.0561  19.162
Si  8.1096  27.3133  19.1733
Si  10.9224  2.7791  19.2003
Si  13.6221  0.0323  19.1314
Si  10.935  8.184  19.2689
Si  13.6869  5.5095  19.2498
Si  10.9865  13.6112  19.1416
Si  13.6585  10.8992  19.221
Si  10.9655  19.1487  19.0917
Si  13.6999  16.3945  19.1051
Si  10.8972  24.6005  19.1423
Si  13.6768  21.8719  19.1455
Si  10.8539  30.0713  19.1542
Si  13.6202  27.2983  19.15
Si  1.2925  4.1723  20.5907
Si  4.021  1.4513  20.5268
Si  1.3426  9.5584  20.6403
Si  4.0918  6.8023  20.6207
Si  1.3932  15.0242  20.4634
Si  4.1422  12.2237  20.508
Si  1.3591  20.4858  20.5878
Si  4.0595  17.8171  20.4649
Si  1.3421  25.8848  20.5855
Si  4.0155  23.2846  20.5961
Si  1.3092  31.4526  20.5036
Si  4.002  28.6977  20.528
Si  6.7904  4.16  20.6157
Si  9.5469  1.3805  20.5232
Si  6.8632  9.518  20.588
Si  9.5692  6.8341  20.6806
Si  6.8646  15.0024  20.3631
Si  9.6461  12.1966  20.4935
Si  6.812  20.5221  20.4958
Si  9.5726  17.78  20.4023
Si  6.735  25.9433  20.5616
Si  9.504  23.2473  20.4841
Si  6.7888  31.4294  20.4958
Si  9.4703  28.6932  20.5186
Si  12.2865  4.1598  20.5871
Si  14.9601  1.431  20.4902
Si  12.306  9.5548  20.654
Si  15.039  6.8564  20.6916
Si  12.3631  15.0107  20.4689
Si  15.0435  12.2946  20.5406
Si  12.3353  20.4808  20.4844
Si  15.0563  17.7672  20.469
Si  12.2764  25.9163  20.5341
Si  15.012  23.1883  20.5849
Si  12.2347  31.4713  20.4688
Si  14.9845  28.6588  20.5009
Si  16.3625  0.0944  21.7833
Si  2.7028  2.8696  21.9408
Si  16.334  5.4377  22.0924
Si  2.6937  8.1389  21.9832
Si  16.3731  10.9759  21.9761
Si  2.8443  13.7049  21.7822
Si  16.3707  16.3473  21.8093
Si  2.7363  19.1234  21.9777
Si  16.3499  21.7936  22.0066
Si  2.6406  24.5545  22.098
Si  16.3088  27.2299  21.8675
Si  2.6175  30.052  21.889
Si  5.3986  0.0271  21.7784
Si  8.1845  2.7411  21.8796
Si  5.429  5.4798  22.0936
Si  8.1689  8.1858  22.0719
Si  5.4804  10.8656  21.9375
Si  8.2341  13.6178  21.672
Si  5.5034  16.4047  21.6472
Si  8.2161  19.1196  21.7874
Si  5.4432  21.9172  21.8647
Si  8.0901  24.5311  21.9087
Si  5.2954  27.2829  21.9144
Si  8.0981  30.0525  21.9101
Si  10.9579  0.0623  21.8924
Si  13.6078  2.752  21.9311
Si  11.0278  5.5347  22.0592
Si  13.7047  8.264  22.0885
Si  10.9423  10.9144  22.034
Si  13.741  13.7192  21.9107
Si  10.9501  16.4068  21.7106
Si  13.7416  19.1401  21.856
Si  10.912  21.8612  21.7559
Si  13.6209  24.5334  21.9585
Si  10.8414  27.2816  21.8308
Si  13.5591  30.0406  21.7692
Si  1.1843  1.5795  23.1689
Si  4.0357  4.1184  23.508
Si  1.3963  6.7741  23.4594
Si  4.116  9.4587  23.3612
Si  1.4015  12.4771  23.1609
Si  4.331  15.0132  23.0913
Si  1.3536  17.5829  23.2173
Si  4.1447  20.5979  23.2951
Si  1.2222  23.1275  23.4976
Si  3.9974  25.9927  23.4791
Si  1.2409  28.5827  23.2279
Si  3.9306  31.5916  23.1286
Si  6.702  1.4039  23.1589
Si  9.6717  3.9987  23.2484
Si  6.7677  6.8676  23.5235
Si  9.5655  9.507  23.4814
Si  6.9307  12.3291  23.1276
Si  9.5692  14.9989  22.9899
Si  6.8304  17.6914  23.0563
Si  9.5853  20.5093  23.125
Si  6.7394  23.1926  23.3692
Si  9.4666  25.9228  23.2067
Si  6.5848  28.6971  23.2713
Si  9.5693  31.4704  23.1766
Si  12.301  1.43  23.3864
Si  14.8461  4.0508  23.4515
Si  12.3783  6.9365  23.5755
Si  15.0167  9.6974  23.5167
Si  12.3281  12.4262  23.2794
Si  15.1107  15.0584  23.3582
Si  12.338  17.7236  23.0818
Si  15.0521  20.369  23.4352
Si  12.2067  23.1104  23.2565
Si  14.9848  25.9099  23.344
Si  12.208  28.6645  23.1502
Si  14.9241  31.5055  22.9769
Si  16.2845  2.7359  24.7871
Si  2.5146  0.1987  24.4038
Si  0.1206  8.28  24.7822
Si  2.6895  5.4639  25.0416
Si  0.2788  13.8462  24.7398
Si  2.8874  11.182  24.3125
Si  0.0914  18.8646  24.7477
Si  2.9454  16.3024  24.4134
Si  16.2148  24.5098  24.9237
Si  2.6327  21.7215  24.8521
Si  16.1758  30.0548  24.2335
Si  2.4935  27.296  24.8806
Si  5.3406  2.5466  24.7396
Si  8.1907  0.109  24.3788
Si  5.3134  8.1821  25.0622
Si  8.2405  5.2784  24.5182
Si  5.7642  13.7864  24.515
Si  8.1522  11.0338  24.6299
Si  5.6165  19.1453  24.4195
Si  8.1835  16.263  24.3197
Si  5.5003  24.6971  24.8742
Si  8.2223  21.7283  24.6101
Si  5.1547  30.2079  24.5434
Si  8.0485  27.2796  24.5358
Si  10.9716  2.7696  24.9033
Si  13.7678  32.7734  24.5408
Si  10.8039  8.1002  24.9961
Si  13.5831  5.4191  25.0083
Si  10.8387  13.7744  24.4775
Si  13.6205  11.2579  24.8197
Si  10.9752  19.0986  24.3337
Si  13.4909  16.3518  24.5627
Si  10.8124  24.4976  24.565
Si  13.4935  21.7122  24.7258
Si  10.927  30.065  24.5401
Si  13.5448  27.318  24.5601
Si  0.7876  4.5117  26.1015
Si  3.7145  1.2773  26.1627
Si  1.4986  10.5522  26.0088
Si  3.9667  6.731  26.7558
Si  2.2226  14.7381  26.034
Si  4.2731  12.4384  25.6089
Si  2.0007  19.6346  25.8369
Si  3.8486  18.1464  25.5032
Si  1.3712  25.6197  26.4006
Si  3.409  23.1328  26.6373
Si  1.1524  31.4515  25.4154
Si  3.359  29.2984  25.9127
Si  7.1884  3.5585  25.7718
Si  9.3659  1.3814  25.9923
Si  6.3496  10.1606  25.9062
Si  9.872  6.0791  25.9624
Si  7.2995  14.875  26.0209
Si  9.4771  12.5558  25.8812
Si  7.3923  19.874  25.8763
Si  9.5611  17.6892  25.4296
Si  7.2211  25.7349  26.1708
Si  9.3278  23.2707  26.0009
Si  6.9363  31.3833  25.5821
Si  9.1301  28.9871  25.6725
Si  11.7119  4.6734  26.239
Si  15.4418  0.7924  26.0521
Si  11.9864  10.6263  26.4578
Si  15.3661  6.1297  26.5003
Si  11.6743  15.4998  25.8243
Si  15.3958  12.3756  25.9692
Si  12.28  20.0467  26.0366
Si  14.2453  17.5673  26.4149
Si  12.2559  25.8092  25.8526
Si  14.3665  23.4006  26.1408
Si  12.6399  31.1697  25.7986
Si  14.7572  28.9779  25.7671
Si  1.9017  3.727  31.3972
Si  7.171  5.2886  35.063
Si  14.9062  8.4878  30.8505
Si  3.4818  8.4903  36.1671
Si  4.7076  8.4297  30.4214
Si  2.8907  16.0869  28.8174
Si  2.223  15.1982  31.5241
Si  1.9636  19.1934  28.965
Si  0.3315  20.1749  31.3689
Si  14.9111  31.8147  31.2039
Si  16.2852  28.8822  31.0896
Si  4.1346  29.6829  28.8957
Si  1.904  2.7392  28.4399
Si  9.5466  29.3545  28.5776
Si  5.3977  32.3198  27.8909
Si  13.2645  10.8243  29.3012
Si  6.7651  9.6438  28.784
Si  9.9749  8.2555  32.0376
Si  6.6986  19.6997  28.8875
Si  4.1407  21.4133  29.33
Si  7.1917  25.5081  33.8923
Si  2.7919  29.6948  31.3719
Si  15.9201  27.4087  28.2021
Si  9.6188  30.5643  32.5605
Si  15.6961  1.3022  29.0282
Si  11.7026  5.2762  29.4627
Si  1.732  10.8478  28.9712
Si  0.6113  10.1836  32.724
Si  15.8305  15.1104  31.1916
Si  0.531  13.2828  33.1295
Si  11.8533  17.8202  30.5217
Si  10.7668  21.7042  28.3021
Si  13.5504  22.8029  28.9143
Si  10.8287  32.2267  28.0221
Si  10.8763  26.7837  28.5431
Si  2.1414  7.7623  29.0887
Si  4.425  5.9987  34.7516
Si  7.234  2.9137  33.2334
Si  0.5321  17.031  36.9351
Si  4.0819  16.4253  33.6135
Si  2.3617  21.2444  33.4618
Si  5.599  16.9053  27.9439
Si  14.1693  24.148  33.6468
Si  4.3196  25.8804  33.2049
Si  2.0804  31.0806  33.8666
Si  4.0983  0.1893  37.5783
Si  10.8942  1.6146  32.3482
Si  11.8731  32.0027  30.9382
Si  6.0158  4.9107  28.4357
Si  12.674  6.7793  31.7271
Si  7.6211  11.2569  31.0059
Si  10.6709  12.8508  35.3529
Si  4.529  11.0558  35.1191
Si  9.4576  19.9082  30.5691
Si  8.3834  22.8254  33.5107
Si  7.9125  26.0579  29.1306
Si  9.6427  26.8171  35.2763
Si  8.6325  2.7332  30.6356
Si  14.2409  26.9639  32.3282
Si  2.6697  3.6579  35.4455
Si  8.834  5.293  28.926
Si  15.416  3.6051  30.9
Si  15.5608  12.7957  29.0548
Si  12.8746  15.922  28.4686
Si  13.0089  17.4496  34.7516
Si  14.1336  19.0379  32.3108
Si  8.3065  20.0452  33.5821
Si  13.0153  15.383  31.3142
Si  1.7462  5.7588  33.5686
Si  5.8335  2.0405  29.7223
Si  0.6014  8.1655  35.1467
Si  2.6957  18.6264  35.2516
Si  4.2997  13.8848  35.0286
Si  12.0228  19.5954  36.1856
Si  14.6235  29.4928  35.5498
Si  3.5586  24.3036  37.86
Si  4.4584  2.2042  32.3353
Si  15.4813  32.1516  34.2465
Si  3.4148  10.966  31.4086
Si  8.6444  0.2279  33.775
Si  10.7587  4.7517  37.8168
Si  5.6134  12.3726  32.9237
Si  5.2513  10.1255  37.786
Si  4.3869  23.0056  31.9402
Si  9.9203  21.5565  35.4958
Si  1.1407  28.8947  35.5997
Si  4.8234  28.4656  31.3536
Si  9.4876  6.8871  35.9344
Si  7.8096  28.7546  30.8992
Si  7.4105  8.2947  31.0918
Si  15.7238  6.5551  29.6069
Si  10.8413  10.4131  33.6489
Si  9.041  15.3672  35.639
Si  13.0073  14.4727  34.1648
Si  13.6374  25.8225  29.4473
Si  14.3232  21.8247  31.638
Si  12.0233  25.1133  35.5326
Si  12.3179  27.7852  34.3795
Si  3.7166  0.7519  34.8122
Si  15.1309  11.9463  37.9538
Si  6.0665  4.6051  38.0227
Si  4.6373  14.3675  38.1906
Si  1.2874  22.1551  37.6298
Si  14.2621  18.4466  37.2853
Si  2.308  25.9814  35.5513
Si  3.4597  20.0727  37.6306
Si  3.2699  3.057  38.1828
Si  1.9351  30.7366  38.0237
Si  12.7008  3.8913  31.9338
Si  11.8504  0.0801  37.1743
Si  10.4623  10.9041  37.6343
Si  14.5571  8.997  37.0689
Si  7.4495  14.7648  38.1274
Si  10.6306  10.8309  30.8508
Si  5.6194  22.1349  38.3351
Si  8.7431  22.7062  38.2269
Si  6.9639  17.369  34.5491
Si  7.292  24.1428  31.3657
Si  12.8027  25.7378  38.3377
Si  12.7269  2.7902  37.247
Si  14.7679  0.8663  36.8471
Si  8.1676  9.0047  37.8226
Si  11.8572  8.7633  35.6914
Si  15.8289  14.2124  35.7419
Si  7.2952  17.8018  37.5871
Si  10.2931  17.4186  37.563
Si  9.4238  28.78  37.714
Si  0.5126  23.3616  35.0238
Si  9.91  31.1483  35.5379
Si  14.6436  28.2199  38.3436
O  15.7506  0.7611  38.1743
O  0.908  31.5874  38.9732
O  8.1082  1.8154  40.0674
O  2.778  2.0764  35.0462
O  15.6093  6.6044  39.7113
O  1.1332  4.6344  39.8302
O  3.6931  7.3369  39.9143
O  1.6599  9.435  39.789
O  16.2688  15.6493  36.3709
O  16.3705  11.3541  38.8613
O  3.4102  13.5722  38.9169
O  13.6031  19.813  36.621
O  13.8566  18.4454  38.8694
O  13.6857  17.276  36.2485
O  3.6327  18.8449  36.5725
O  15.8611  18.2339  37.2298
O  0.2742  22.5731  36.4327
O  0.5113  21.5678  38.9238
O  3.7491  24.8583  39.3765
O  1.3956  25.8777  39.9157
O  1.6567  27.407  36.0216
O  16.0553  27.5292  38.8364
O  2.6297  29.5528  38.8681
O  8.2083  3.4876  32.0396
O  5.2885  0.0041  38.6467
O  9.8961  3.5839  38.6256
O  7.2926  3.9684  38.863
O  5.5065  5.8917  38.8379
O  9.7306  5.6699  36.98
O  8.8869  10.484  37.8207
O  8.5627  8.1261  39.148
O  5.1157  10.9994  39.1421
O  6.9769  9.7448  0.1037
O  8.6061  14.289  39.1354
O  9.7584  14.1197  34.8951
O  4.5861  15.8919  38.8236
O  6.1586  13.8525  38.5292
O  8.9829  19.3333  0.1732
O  12.2672  20.5524  39.6649
O  4.906  20.8027  37.7026
O  6.7412  20.6308  0.3023
O  9.9089  22.0837  39.2146
O  8.455  24.2359  38.8082
O  4.487  28.1309  39.8563
O  6.582  26.0585  39.8015
O  8.1576  29.0892  38.7032
O  6.8465  31.0809  39.711
O  11.2582  31.916  36.0176
O  11.0046  32.7042  38.5633
O  13.0811  2.8505  38.8422
O  14.1829  2.3961  36.5928
O  11.5637  5.7352  38.8395
O  10.196  5.5173  0.7507
O  15.8044  8.3234  36.2403
O  14.3816  8.5481  38.626
O  9.5582  12.217  40.172
O  11.3028  10.7757  39.03
O  14.0547  12.695  38.9617
O  12.3946  14.8394  39.6538
O  8.2468  16.3401  34.5868
O  8.8663  18.157  37.4243
O  10.6226  16.7586  39.0086
O  6.8049  18.8912  38.6761
O  6.5857  17.792  36.1016
O  13.8505  24.7524  39.0492
O  15.2293  23.0879  40.1575
O  10.6317  28.5112  38.8049
O  11.6425  26.1447  39.407
O  14.1598  29.0389  39.6417
O  12.4546  31.1667  39.858
O  4.852  3.4962  37.9304
O  1.1108  3.898  27.6184
O  4.2648  32.6258  26.7495
O  5.6162  0.9719  28.5466
O  16.3264  11.0056  26.1685
O  2.2306  10.9122  27.4272
O  4.7984  5.9167  27.9899
O  1.6837  5.2538  32.0035
O  2.5548  14.9541  29.955
O  2.1307  15.6205  27.4407
O  3.3007  13.5105  26.4787
O  5.2335  11.3281  26.4557
O  0.6932  19.6163  29.887
O  1.588  19.6435  27.4505
O  4.6344  17.6364  26.8638
O  6.6748  15.8633  27.2387
O  15.8251  30.4625  31.068
O  2.3246  24.3608  26.9891
O  3.8237  22.2011  27.9269
O  4.7967  23.8034  26.0994
O  2.126  30.3915  26.266
O  0.1643  32.3877  26.3921
O  3.9501  29.0369  27.4249
O  2.7894  30.1029  29.7609
O  8.2053  2.4501  26.5258
O  6.5811  4.3752  27.0368
O  9.86  0.5781  27.3808
O  9.9396  1.8479  31.0347
O  13.9459  9.4918  29.9608
O  7.2127  9.7422  27.2528
O  11.4359  9.0868  26.2156
O  9.0659  5.8561  27.4179
O  8.4112  13.7144  26.6249
O  11.7394  11.2198  29.7591
O  10.675  11.6753  26.7159
O  5.6451  20.7793  29.5372
O  6.8766  20.3108  27.3813
O  8.5302  18.6943  26.3056
O  10.558  16.6705  26.3241
O  7.0292  26.2899  27.7574
O  1.4339  28.7859  31.5961
O  9.6353  22.5284  27.4553
O  8.2631  24.4723  26.36
O  8.0561  30.2105  25.7479
O  6.7686  31.906  27.1377
O  10.6958  28.3169  29.1651
O  8.3053  29.6624  29.6097
O  11.9941  4.817  27.9245
O  15.0339  6.2787  28.1314
O  15.119  2.7315  29.5616
O  14.9126  1.0744  27.6081
O  14.2349  12.0799  29.6727
O  13.0608  10.582  27.7025
O  15.5792  7.6905  26.0149
O  1.3707  8.9525  25.6609
O  12.1787  14.9966  27.3265
O  14.5245  16.0798  31.3227
O  15.2647  13.0855  27.474
O  2.9138  11.4259  29.9312
O  11.3564  20.5108  27.3389
O  13.337  18.9274  26.6572
O  14.2243  16.6001  27.7721
O  12.9443  14.8703  29.7506
O  9.128  28.496  27.2532
O  13.2628  24.6318  26.5106
O  14.5145  22.5571  27.5976
O  13.7209  21.722  30.1241
O  12.1294  32.0793  27.0696
O  13.6673  30.0309  26.4766
O  15.7416  28.4863  26.998
O  16.2036  28.1797  29.6141
O  3.2567  6.4128  33.6829
O  5.6865  3.1846  32.7723
O  7.5384  3.7817  34.5641
O  6.6578  5.1567  36.6039
O  14.2042  3.2638  31.9348
O  2.3766  3.5032  29.837
O  3.708  9.6534  35.0173
O  4.3787  7.1471  35.9164
O  5.5346  13.6934  33.9188
O  4.4659  9.7316  31.3603
O  5.643  11.0712  33.9225
O  3.5576  12.4016  35.007
O  1.9082  13.804  32.3646
O  1.7075  20.472  32.1802
O  15.7806  18.0102  26.0377
O  2.3323  17.6025  29.1412
O  12.06  17.2493  29.0084
O  15.936  21.6087  31.4264
O  0.7313  26.3836  27.7413
O  14.8968  32.4492  32.7376
O  14.1211  26.4347  30.8386
O  13.1576  29.0114  35.0154
O  2.6544  31.0219  32.3351
O  2.9284  32.152  34.7156
O  3.1109  2.1571  27.4769
O  4.9965  31.0849  28.8694
O  11.3369  32.5817  29.5187
O  11.976  0.4673  31.9551
O  5.5472  3.6057  29.3237
O  12.6248  6.4928  30.0966
O  9.7398  9.2427  33.3297
O  16.0661  9.3626  31.6692
O  5.9517  5.9541  34.178
O  8.5866  7.4096  31.7932
O  10.3093  9.2214  30.7514
O  7.4309  9.8045  31.768
O  8.0278  19.6755  29.8335
O  6.2775  18.1078  28.8289
O  3.223  20.0849  29.4632
O  3.8073  22.5142  30.4957
O  7.761  27.2482  30.2552
O  8.5768  23.277  31.9362
O  4.6108  26.9984  32.0476
O  4.8389  28.4261  29.6926
O  8.5828  31.8605  32.6069
O  7.6289  24.0012  34.368
O  14.5015  26.5895  28.2924
O  10.0895  30.7827  28.0698
O  0.4115  3.0628  31.5704
O  15.4419  0.1176  30.13
O  8.9224  3.6905  29.3465
O  10.1667  5.8454  29.7179
O  1.4901  9.2549  29.2768
O  0.9487  6.7084  29.3678
O  7.2514  5.673  29.2469
O  0.1384  11.7211  32.9494
O  15.6974  14.0548  32.4188
O  15.8824  14.2193  29.8074
O  12.1758  13.2662  34.8799
O  10.1243  11.5373  34.5629
O  13.1357  18.6858  31.0564
O  0.7762  16.0104  31.4572
O  10.1916  21.1225  29.7351
O  11.9665  22.7738  28.5453
O  14.5986  25.6833  33.2746
O  15.7377  19.0225  31.9819
O  9.4972  25.9422  28.7526
O  11.3928  26.692  26.9834
O  12.206  24.8304  37.1156
O  7.434  24.63  29.8217
O  0.9128  1.481  28.7987
O  3.0438  3.0143  32.3296
O  0.6395  6.8532  34.1196
O  4.0895  4.4695  35.2462
O  3.9381  9.1607  37.5812
O  7.7738  8.5714  29.5122
O  3.4892  15.2014  34.525
O  3.4421  17.833  34.0601
O  15.8902  15.6672  40.1334
O  4.6137  14.283  36.5672
O  5.3017  11.1838  36.5423
O  13.9391  23.2574  32.3028
O  1.4443  22.4874  34.0042
O  4.5333  16.0495  28.834
O  14.619  31.008  34.9973
O  11.8934  18.6574  34.8325
O  2.143  29.5545  34.4688
O  3.9001  24.4834  32.4512
O  0.566  31.6166  33.9397
O  4.7211  0.5524  36.0926
O  4.7481  1.6096  30.8588
O  7.3588  1.7888  30.2586
O  10.8455  30.8619  31.5143
O  11.9317  4.1527  36.8263
O  10.2172  30.4408  34.0838
O  11.7069  2.9485  32.8159
O  8.6808  8.1387  36.5561
O  12.0508  3.9847  30.424
O  6.881  11.1043  29.5485
O  2.806  7.5461  27.605
O  6.9244  12.4008  31.9503
O  1.2544  16.6641  38.3583
O  11.3463  11.1404  32.2903
O  9.2031  11.6332  30.7627
O  4.3761  17.9747  40.2275
O  9.177  20.1022  32.1814
O  7.3875  18.6995  33.6774
O  7.4602  21.4572  33.5944
O  6.0034  23.1786  31.6896
O  7.2669  25.5152  32.2607
O  15.3956  28.1119  32.2349
O  3.0775  26.3078  34.1555
O  5.618  25.7822  34.2217
O  6.3629  29.0435  31.6369
O  8.8889  29.1748  32.0829
O  13.3737  31.3808  30.8272
O  12.0383  26.0495  29.3963
O  1.5648  4.4348  34.5345
O  15.4619  5.2052  30.5416
O  11.2426  7.3047  32.2936
O  13.8965  7.8171  31.9939
O  1.9202  8.0808  36.1057
O  0.4036  11.7447  29.2475
O  3.4861  16.0646  32.1255
O  0.5897  13.6837  34.7106
O  14.4681  14.4173  34.8686
O  12.9184  14.28  32.5214
O  12.4033  15.9808  34.405
O  10.2084  16.1922  36.4558
O  14.0012  17.9916  33.5653
O  13.7611  20.6219  32.6186
O  11.8333  16.503  31.5247
O  13.9809  24.2522  29.4901
O  14.7034  29.3338  37.161
O  12.7808  24.0504  34.5437
O  4.4446  0.9601  33.3788
O  2.3046  3.7518  37.0313
O  3.1199  31.7041  37.4808
O  3.3493  7.5719  30.2032
O  0.5859  9.467  34.1785
O  15.6476  13.0943  36.9123
O  1.4633  17.6781  35.757
O  11.109  9.7335  36.7303
O  4.2356  12.2341  32.0357
O  2.3966  20.0896  34.6058
O  2.8264  19.6506  39.0684
O  1.1689  24.8407  35.2719
O  15.4205  23.5135  34.4375
O  4.903  23.4132  37.5618
O  2.1767  23.4539  38.0217
O  15.4886  0.5324  35.389
O  3.1542  1.4292  38.0353
O  3.3439  25.4371  36.7019
O  16.001  28.7466  35.0258
O  5.9192  7.6077  31.1861
O  8.7021  32.2536  35.2341
O  10.0277  1.0964  33.6221
O  10.9358  7.4352  35.3937
O  8.4898  6.2324  34.8169
O  5.2536  9.005  28.9727
O  6.5666  9.1861  37.687
O  7.9248  14.6284  36.5803
O  2.3233  21.0681  37.0356
O  3.8314  21.8862  33.0333
O  9.8649  22.5239  34.1627
O  7.2436  22.0455  38.1118
O  5.706  16.6408  33.7774
O  8.2057  26.6186  34.5231
O  1.1268  29.9932  36.8145
O  10.6797  27.8319  34.4752
O  9.2969  22.4604  36.6984
O  11.6493  1.6489  36.778
O  7.4391  1.3146  33.5795
O  13.489  32.6816  37.2143
O  9.5616  30.0602  36.6973
O  12.1137  9.669  34.3483
O  13.293  8.3481  36.2721
O  12.8615  5.3851  32.5612
O  2.155  10.3348  32.2247
O  10.6178  12.3948  36.9339
O  14.5617  10.6532  37.0882
O  7.1578  16.3563  38.33
O  11.3322  18.6554  37.333
O  12.8145  27.6097  32.8295
O  9.1964  20.1508  34.9777
O  10.4419  18.6076  30.5251
O  11.409  21.0807  35.9598
O  9.3139  27.4436  36.758
O  10.4115  25.3519  35.2869
O  13.5822  27.0856  37.8605
O  12.7943  26.513  35.2537
Si  0.0086  32.7952  5.3803
Si  2.7548  2.6759  5.3365
Si  0.0336  5.4235  5.4814
Si  2.7434  8.254  5.5692
Si  0.0269  10.9953  5.5806
Si  2.7583  13.713  5.5827
Si  0.0284  16.3789  5.56
Si  2.7263  19.1461  5.5893
Si  0.0047  21.8105  5.548
Si  2.7521  24.5906  5.6324
Si  16.3636  27.3834  5.5
Si  2.7092  30.1494  5.4432
Si  5.4367  0.0479  5.3355
Si  8.1482  2.7108  5.3764
Si  5.4626  5.4225  5.4995
Si  8.2757  8.2003  5.497
Si  5.5097  10.9723  5.6059
Si  8.2678  13.6973  5.5867
Si  5.5404  16.3978  5.6005
Si  8.2752  19.1263  5.5601
Si  5.5339  21.8114  5.5858
Si  8.2623  24.5639  5.5395
Si  5.491  27.355  5.5588
Si  8.1828  30.1036  5.4771
Si  10.937  32.7998  5.3997
Si  13.6407  2.7534  5.3957
Si  10.91  5.4538  5.4378
Si  13.6908  8.2142  5.5606
Si  11.0262  10.9231  5.5379
Si  13.7658  13.6612  5.5284
Si  11.028  16.3819  5.5476
Si  13.7311  19.083  5.5257
Si  10.9848  21.8431  5.4953
Si  13.6623  24.5631  5.4899
Si  10.9701  27.3094  5.501
Si  13.6676  30.0939  5.3909
Si  1.3778  1.3511  6.7589
Si  4.0683  4.043  6.8013
Si  1.3756  6.8177  6.8612
Si  4.1331  9.5835  6.9324
Si  1.4045  12.3333  6.9435
Si  4.1437  15.0496  6.9499
Si  1.3833  17.7497  6.934
Si  4.1234  20.4877  6.9433
Si  1.3569  23.2028  6.9224
Si  4.1225  25.9953  6.9286
Si  1.3548  28.7618  6.8324
Si  4.1014  31.5013  6.7855
Si  6.7974  1.3647  6.7749
Si  9.5304  4.0681  6.7819
Si  6.8691  6.8067  6.8299
Si  9.6313  9.5571  6.8856
Si  6.8919  12.3268  6.943
Si  9.6501  15.0427  6.9346
Si  6.8993  17.7782  6.9422
Si  9.6275  20.5083  6.9059
Si  6.8832  23.2201  6.9197
Si  9.6035  25.966  6.8877
Si  6.8469  28.7475  6.8822
Si  9.5767  31.4607  6.8103
Si  12.2901  1.3752  6.7772
Si  15.0196  4.0793  6.8102
Si  12.2865  6.8081  6.8433
Si  15.0641  9.5825  6.9096
Si  12.376  12.3047  6.8988
Si  15.0825  15.0205  6.9345
Si  12.3578  17.7572  6.9191
Si  15.0479  20.4636  6.9186
Si  12.3195  23.2146  6.8856
Si  15.0087  25.9802  6.8502
Si  12.3273  28.7268  6.8182
Si  15.034  31.4542  6.7775
Si  0.0042  2.7102  8.1576
Si  2.7259  0.0201  8.1805
Si  0.0165  8.1791  8.2425
Si  2.7406  5.4298  8.1997
Si  0.0356  13.6719  8.3125
Si  2.7603  10.9391  8.2886
Si  0.0144  19.1143  8.2914
Si  2.7646  16.4051  8.3025
Si  16.3829  24.6168  8.231
Si  2.7468  21.8636  8.2846
Si  16.3796  30.1084  8.1959
Si  2.7169  27.3879  8.2211
Si  5.4508  2.7132  8.1834
Si  8.1825  0.016  8.164
Si  5.5088  8.1682  8.2288
Si  8.2106  5.4322  8.201
Si  5.5051  13.6702  8.3013
Si  8.2529  10.9157  8.2597
Si  5.5005  19.1242  8.2949
Si  8.2623  16.4005  8.2916
Si  5.4977  24.609  8.2599
Si  8.2474  21.8597  8.2795
Si  5.4473  30.1265  8.1952
Si  8.2197  27.3586  8.2271
Si  10.915  2.7219  8.1639
Si  13.6643  0.0148  8.157
Si  10.9581  8.168  8.2475
Si  13.6649  5.4428  8.1993
Si  10.9939  13.6474  8.2783
Si  13.7027  10.9296  8.2825
Si  10.9808  19.1316  8.2725
Si  13.7039  16.3831  8.2892
Si  10.9599  24.5965  8.2521
Si  13.6814  21.8555  8.261
Si  10.9416  30.0907  8.184
Si  13.6618  27.3603  8.2177
Si  1.3557  4.0749  9.5598
Si  4.087  1.3682  9.5706
Si  1.3845  9.543  9.6149
Si  4.116  6.7972  9.5736
Si  1.4036  15.0338  9.665
Si  4.134  12.2925  9.6502
Si  1.3787  20.4959  9.6411
Si  4.1316  17.766  9.6598
Si  1.3527  26.0026  9.5815
Si  4.1141  23.253  9.6216
Si  1.3547  31.466  9.5626
Si  4.0884  28.7553  9.5782
Si  6.8234  4.077  9.56
Si  9.5511  1.3687  9.5501
Si  6.8668  9.539  9.6046
Si  9.5726  6.7963  9.5859
Si  6.8802  15.0346  9.6501
Si  9.6111  12.2794  9.631
Si  6.864  20.5054  9.6416
Si  9.6128  17.7747  9.6496
Si  6.8512  25.9999  9.6062
Si  9.5915  23.2484  9.633
Si  6.8266  31.4699  9.5667
Si  9.5806  28.736  9.5806
Si  12.2864  4.0768  9.5552
Si  15.0329  1.3645  9.5474
Si  12.3224  9.5407  9.613
Si  15.0331  6.8048  9.5813
Si  12.3376  15.018  9.6519
Si  15.067  12.2877  9.6504
Si  12.3234  20.5046  9.6431
Si  15.0558  17.7528  9.6569
Si  12.3064  25.9941  9.6011
Si  15.0327  23.2489  9.6125
Si  12.3026  31.4621  9.554
Si  15.0268  28.7346  9.578
Si  16.3898  0.0136  10.9441
Si  2.7217  2.7273  10.9474
Si  16.4011  5.4401  10.9455
Si  2.7544  8.1624  10.9588
Si  0.0246  10.9022  10.9939
Si  2.7638  13.6509  11.0148
Si  0.0224  16.3891  11.0168
Si  2.7508  19.1347  11.0038
Si  0.0017  21.8815  10.9762
Si  2.7261  24.636  10.9528
Si  16.3873  27.3666  10.9529
Si  2.7116  30.1049  10.9507
Si  5.4545  0.014  10.9486
Si  8.1907  2.7242  10.9397
Si  5.4722  5.4368  10.9511
Si  8.2181  8.1609  10.9681
Si  5.4976  10.8983  10.9844
Si  8.2355  13.6415  10.9976
Si  5.4984  16.3899  11.0118
Si  8.227  19.1352  11.0042
Si  5.4811  21.8824  10.9835
Si  8.2094  24.6267  10.9752
Si  5.4575  27.3768  10.9443
Si  8.1929  30.0994  10.9396
Si  10.9231  0.0126  10.9307
Si  13.6618  2.7236  10.9306
Si  10.9379  5.4363  10.9515
Si  13.6829  8.1677  10.9684
Si  10.9599  10.8973  10.9907
Si  13.6951  13.6443  11.0122
Si  10.9629  16.3869  11.0067
Si  13.684  19.1306  11.0024
Si  10.9492  21.877  10.9968
Si  13.6649  24.6239  10.9716
Si  10.9323  27.3643  10.9595
Si  13.656  30.0986  10.9463
Si  1.3504  1.3741  12.3258
Si  4.0915  4.088  12.3231
Si  1.3692  6.8049  12.3215
Si  4.1164  9.5283  12.3372
Si  1.3911  12.2687  12.358
Si  4.1316  15.0166  12.3731
Si  1.3877  17.7639  12.3647
Si  4.1137  20.5167  12.349
Si  1.3649  23.2642  12.324
Si  4.0885  26.0087  12.3165
Si  1.3466  28.734  12.3234
Si  4.0807  31.4629  12.3238
Si  6.8194  1.3754  12.3231
Si  9.5578  4.0847  12.3189
Si  6.8378  6.8003  12.328
Si  9.5819  9.5258  12.3412
Si  6.8607  12.2661  12.3529
Si  9.5941  15.0117  12.364
Si  6.8583  17.7656  12.3664
Si  9.5807  20.514  12.3634
Si  6.8364  23.263  12.3399
Si  9.5656  26.002  12.3351
Si  6.8202  28.7394  12.3184
Si  9.5544  31.4624  12.3169
Si  12.2875  1.3736  12.3139
Si  15.0222  4.0886  12.3172
Si  12.3031  6.8047  12.324
Si  15.0488  9.5311  12.3406
Si  12.3242  12.2637  12.3567
Si  15.0608  15.0117  12.3698
Si  12.3208  17.7612  12.3655
Si  15.0465  20.5129  12.3482
Si  12.3043  23.2602  12.3486
Si  15.0259  25.9992  12.3296
Si  12.2912  28.7346  12.3264
Si  15.0206  31.4591  12.3235
Si  16.3874  2.7389  13.7005
Si  2.7138  0.0141  13.7046
Si  0.0092  8.1674  13.7055
Si  2.7321  5.4519  13.7019
Si  0.0214  13.6308  13.7214
Si  2.7506  10.89  13.7149
Si  0.0116  19.1401  13.7049
Si  2.752  16.3876  13.721
Si  16.3917  24.6242  13.6893
Si  2.7303  21.8931  13.6872
Si  16.3771  30.0886  13.7022
Si  2.7103  27.3618  13.6904
Si  5.4552  2.7347  13.7042
Si  8.1829  0.0145  13.6977
Si  5.4759  8.1609  13.7062
Si  8.2012  5.4444  13.7053
Si  5.4913  13.6282  13.7245
Si  8.2169  10.8863  13.7143
Si  5.4771  19.1418  13.7098
Si  8.2181  16.3806  13.7202
Si  5.4485  24.6326  13.6851
Si  8.1979  21.8912  13.706
Si  5.4427  30.0952  13.694
Si  8.1778  27.3627  13.6891
Si  10.9242  2.736  13.6987
Si  13.6495  0.0157  13.6972
Si  10.9451  8.1616  13.7082
Si  13.6662  5.4544  13.7021
Si  10.9563  13.6285  13.7179
Si  13.6863  10.8904  13.7155
Si  10.9468  19.1345  13.7169
Si  13.6878  16.384  13.7169
Si  10.9245  24.6286  13.704
Si  13.6722  21.8834  13.7012
Si  10.9126  30.094  13.6939
Si  13.6491  27.3588  13.6973
Si  1.3489  4.1088  15.0747
Si  4.0779  1.3827  15.0778
Si  1.3736  9.5289  15.082
Si  4.0972  6.8133  15.0805
Si  1.3866  15.0065  15.074
Si  4.1194  12.2523  15.0834
Si  1.3724  20.5212  15.0528
Si  4.1099  17.7723  15.0717
Si  1.347  25.9871  15.0611
Si  4.0797  23.2674  15.0537
Si  1.34  31.4548  15.0743
Si  4.0686  28.7289  15.0622
Si  6.8192  4.1004  15.0814
Si  9.5428  1.3864  15.0715
Si  6.8453  9.518  15.0789
Si  9.5715  6.8057  15.0793
Si  6.8556  15.0029  15.0826
Si  9.5915  12.2485  15.0743
Si  6.8277  20.5255  15.0679
Si  9.5796  17.7595  15.0731
Si  6.8065  25.9953  15.0575
Si  9.5535  23.2644  15.0704
Si  6.8039  31.461  15.0689
Si  9.5383  28.7258  15.06
Si  12.2832  4.1111  15.0754
Si  15.0092  1.3873  15.0728
Si  12.315  9.5237  15.0776
Si  15.0288  6.8231  15.0792
Si  12.3289  14.9999  15.0689
Si  15.0585  12.2529  15.0778
Si  12.3116  20.5142  15.0672
Si  15.0523  17.7652  15.0628
Si  12.2857  25.9921  15.0734
Si  15.0333  23.2532  15.0605
Si  12.2765  31.4574  15.0682
Si  15.009  28.7173  15.0742

Results
total energy: -236496.713 eV
total energy less fixed offsets of O -438.35, Si -107.03 eV per atom: 10.987 eV

Forces (eV/angstrom), in the order of the atoms: element, x, y, z
Si  -0.0658  0.0093  0.2254
Si  -0.3826  0.258  0.0387
Si  -0.1798  0.1729  -0.3476
Si  -0.075  0.098  -0.5057
Si  0.3008  -0.0735  0.0043
Si  -0.1066  -0.4918  0.1802
Si  0.0589  0.5387  -0.1807
Si  0.064  0.364  -0.1021
Si  -0.0038  0.1023  -0.0625
Si  0.0122  -0.1036  0.1691
Si  0.0095  -0.0647  -0.0023
Si  0.2242  -0.1805  -0.0155
Si  -0.4396  -0.1485  -0.286
Si  -0.1572  -0.1455  -0.5508
Si  -0.1499  0.1074  -0.1146
Si  0.1  -0.1205  -0.5285
Si  0.0838  0.1314  -0.518
Si  0.1301  -0.0629  -0.1144
Si  0.0934  -0.1258  0.492
Si  0.288  -0.1485  -0.1662
Si  0.0725  -0.0315  0.4403
Si  -0.3248  0.0272  0.1224
Si  -0.0164  -0.0485  0.1
Si  0.0252  0.1376  0.4275
Si  0.0662  -0.0132  -0.2551
Si  0.2066  -0.5686  -0.0635
Si  0.1836  0.7829  -0.2875
Si  -0.1099  0.1981  -0.0405
Si  0.0568  -0.0398  -0.4018
Si  -0.1592  -0.1598  -0.0894
Si  -0.0497  0.236  0.0592
Si  0.007  -0.0715  0.0913
Si  0.2021  0.2066  -0.1387
Si  0.0994  -0.0469  0.05
Si  0.3259  -0.1225  0.129
Si  -0.0132  -0.0597  -0.0438
Si  -0.0164  0.0182  0.0656
Si  0.1696  0.1546  0.1525
Si  0.1598  -0.0973  -0.0922
Si  0.0518  -0.2304  -0.0784
Si  -0.1306  -0.1712  -0.2166
Si  -0.0688  0.2181  -0.6154
Si  -0.021  -0.2705  -0.1511
Si  -0.2254  -0.0604  -0.0893
Si  -0.0899  0.228  -0.4462
Si  -0.0148  0.0268  -0.4864
Si  0.0972  -0.0309  -0.1204
Si  0.1883  -0.0021  -0.1368
Si  0.1321  -0.11  -0.0663
Si  0.0989  0.3587  0.6077
Si  -0.1794  -0.1073  -0.0503
Si  -0.0874  0.0505  -0.0296
Si  -0.079  -0.1236  -0.1459
Si  0.0268  -0.0538  -0.2643
Si  -0.1936  -0.1648  -0.2318
Si  -0.1475  -0.0906  -0.151
Si  0.0332  0.2096  -0.1821
Si  0.0287  0.0859  -0.209
Si  -0.0105  0.0117  -0.4951
Si  -0.016  0.0084  -0.3006
Si  0.0301  -0.1723  0.0579
Si  0.1345  0.1344  -0.0402
Si  0.1504  -0.1469  -0.3169
Si  0.0555  -0.0773  -0.2218
Si  -0.1645  -0.0257  -0.039
Si  -0.2904  0.1103  -0.1003
Si  -0.1665  -0.0344  -0.209
Si  -0.2869  0.1301  -0.3102
Si  0.1063  0.0368  -0.2001
Si  0.0075  0.06  -0.2513
Si  -0.0356  0.1948  -0.2074
Si  0.1827  0.0888  -0.1633
Si  0.1606  -0.049  0.0749
Si  0.0757  -0.047  -0.0775
Si  0.0103  -0.0619  0.2121
Si  0.1826  -0.1331  0.2456
Si  0.1161  -0.0267  -0.0893
Si  0.0062  0.0568  0.0634
Si  0.0014  0.0938  -0.0889
Si  -0.1464  0.0634  0.0664
Si  -0.0364  0.1777  0.0319
Si  0.0223  -0.0181  -0.15
Si  0.1431  0.0117  -0.0872
Si  -0.0547  0.1821  0.161
Si  -0.1299  0.1503  0.0805
Si  0.1775  -0.1531  0.0496
Si  0.1326  -0.1158  0.4184
Si  -0.0907  0.0266  0.3107
Si  0.0055  -0.1634  0.0968
Si  0.0039  -0.0626  0.32
Si  -0.0658  -0.0524  0.1094
Si  -0.1451  0.0904  -0.0533
Si  0.0656  -0.1661  -0.0304
Si  -0.2144  0.0359  -0.0328
Si  0.0368  0.1638  0.1246
Si  0.0476  0.0396  0.0577
Si  0.0634  -0.0676  0.2161
Si  0.0035  0.078  0.111
Si  -0.0109  -0.1989  0.0485
Si  -0.0182  -0.0773  0.2899
Si  -0.0469  -0.1381  0.2663
Si  0.0011  -0.1769  -0.0185
Si  -0.0826  -0.0935  -0.0359
Si  -0.0812  0.0003  -0.0607
Si  0.0696  0.0952  -0.2429
Si  -0.0723  0.1291  -0.0589
Si  -0.0227  0.0692  0.204
Si  0.1367  -0.0546  -0.0558
Si  0.0788  0.0002  -0.1134
Si  0.0317  -0.0536  -0.043
Si  -0.124  0.0151  -0.012
Si  0.0747  -0.0447  -0.0956
Si  0.0755  0.0643  -0.192
Si  -0.0785  0.0097  -0.0049
Si  0.0012  0.0273  0.0311
Si  0.0783  0.1005  -0.2477
Si  0.061  -0.085  -0.1318
Si  0.1465  -0.0133  -0.0118
Si  -0.1044  -0.0242  -0.0485
Si  -0.1343  0.095  -0.0435
Si  0.138  -0.0123  -0.0425
Si  -0.0786  0.1304  -0.0405
Si  -0.0169  0.006  -0.1935
Si  0.1159  -0.0993  -0.1758
Si  -0.0065  0.0381  -0.0174
Si  -0.0417  0.0165  -0.2239
Si  0.0033  -0.0121  -0.2715
Si  0.0708  0.0302  -0.0155
Si  -0.0191  0.0006  -0.0433
Si  -0.0784  -0.0336  -0.0509
Si  -0.132  -0.0926  -0.0842
Si  -0.0097  -0.0127  -0.0729
Si  -0.0895  0.1407  -0.1643
Si  0.0097  -0.0414  -0.0309
Si  0.0896  -0.0682  -0.0468
Si  -0.0318  0.0204  -0.0185
Si  -0.0576  -0.0948  -0.0681
Si  0.0189  -0.0274  -0.0421
Si  0.1226  0.0726  -0.0585
Si  -0.0025  -0.1226  -0.0173
Si  -0.0689  0.0809  0.0461
Si  -0.0149  -0.0053  -0.1726
Si  0.0008  -0.0429  -0.11
Si  -0.0746  0.0455  -0.0228
Si  0.0034  -0.0071  -0.0195
Si  0.0233  -0.0138  -0.0073
Si  -0.0288  -0.0208  -0.0055
Si  -0.0101  0.0112  -0.0134
Si  0.035  0.0206  0.0043
Si  -0.0095  0.0361  -0.0018
Si  -0.0075  0.0046  0.0034
Si  -0.0229  -0.0079  0.0103
Si  0.023  -0.0131  0.0103
Si  0.0134  0.015  0.0197
Si  0.0057  0.0226  -0.0065
Si  0.0044  0.0009  0.0004
Si  -0.0021  -0.0247  -0.0091
Si  -0.0131  0.0005  -0.005
Si  -0.0221  0.0013  -0.0095
Si  0.0031  0.0039  -0.0155
Si  0.0203  0.0155  -0.0008
Si  0.0123  -0.0052  -0.0022
Si  0.0156  0.0127  -0.002
Si  -0.0002  -0.0065  0.0003
Si  0.0062  0.0169  0.0078
Si  0.0115  0.0047  0.0166
Si  0.0017  0.0147  -0.0046
Si  0.0159  0.0264  -0.0108
Si  -0.0216  0.0051  -0.0189
Si  -0.0209  -0.0142  -0.0062
Si  -0.0229  0.0066  0.0121
Si  -0.007  0.0283  0.0065
Si  0.0088  0.0242  0.0032
Si  0.0074  -0.0082  0.0024
Si  0.0314  -0.02  -0.0046
Si  -0.0025  -0.0221  0.0119
Si  -0.0045  -0.007  -0.0053
Si  0.0028  0.0017  0.0062
Si  -0.0273  0.0304  -0.0049
Si  -0.0051  0.0232  -0.014
Si  -0.027  -0.0527  0.0058
Si  0.0176  -0.0346  -0.0016
Si  0.0585  0.0011  0.0028
Si  -0.0179  0.0067  0.0099
Si  -0.0462  -0.0012  -0.0031
Si  -0.0194  -0.0477  -0.0005
Si  0.0535  -0.0027  -0.0323
Si  0.0282  -0.0234  -0.0067
Si  -0.0411  -0.0056  -0.0103
Si  0.0364  -0.0003  -0.0237
Si  -0.0053  -0.0041  -0.0128
Si  0.0084  0.0196  -0.0065
Si  0.0214  0.0026  -0.0011
Si  0.0061  -0.0492  -0.0078
Si  0.0284  0.0186  -0.0048
Si  -0.0368  0.0197  -0.0118
Si  -0.0229  0.0323  0.0013
Si  -0.0187  0.0581  -0.0041
Si  0.0158  -0.0297  -0.0092
Si  0.0028  0.0113  -0.0125
Si  -0.0078  -0.0378  -0.0066
Si  0.0084  0.002  -0.0151
Si  -0.0211  -0.0069  -0.0192
Si  -0.0261  -0.0429  -0.03
Si  0.0135  -0.0436  0.0036
Si  0.0667  0.0382  0.0031
Si  0.0011  -0.0169  0.0076
Si  -0.0153  0.0007  0.0109
Si  -0.0352  0.0268  -0.0051
Si  0.0037  0.0391  0
Si  -0.01  -0.0098  -0.0159
Si  -0.02  0.0075  -0.0068
Si  -0.0144  -0.0171  -0.0048
Si  -0.0317  0.0206  0.0123
Si  0.0177  0.0006  0.0019
Si  -0.0019  -0.0123  -0.0115
Si  -0.0145  -0.0135  0.0001
Si  0.0182  -0.0718  0.0029
Si  0.0062  0.0299  0.0167
Si  -0.0442  0.0465  -0.0312
Si  0.0721  -0.0429  0.0187
Si  0.0372  0.0502  0.0295
Si  0.0117  -0.0604  0.0359
Si  -0.1216  0.0932  0.0191
Si  0.0617  -0.0315  -0.0078
Si  0.012  -0.0123  0.049
Si  -0.005  0.0512  -0.0034
Si  -0.0052  0.055  -0.0095
Si  -0.056  -0.0227  -0.0053
Si  0.0468  -0.0532  0.0142
Si  -0.0047  0.0122  0.0105
Si  -0.0424  0.0112  0.0164
Si  0.0518  0.0228  0.0007
Si  0.0352  -0.0013  -0.0011
Si  -0.0169  0.0244  0.0392
Si  0.0135  -0.0068  -0.0019
Si  -0.0153  0.0557  0.0068
Si  0.0327  -0.0064  0.0027
Si  0.0491  -0.004  0.015
Si  0.0478  0.0316  0.0291
Si  -0.076  0.0561  0.0118
Si  0.009  -0.0364  0.0003
Si  -0.0091  0.0399  0.0554
Si  0.0024  -0.0801  -0.0062
Si  0.0612  -0.069  0.0246
Si  0.0069  0.0386  0.0195
Si  -0.0185  -0.0759  0.0324
Si  -0.0596  0.0111  0.0181
Si  -0.0101  0.0156  -0.0009
Si  -0.0163  -0.0063  -0.0018
Si  -0.0586  0.0855  0.0107
Si  0.0098  0.0154  -0.01
Si  0.0494  -0.0185  0.0299
Si  0.0556  0.042  0.0199
Si  0.0188  -0.0367  -0.0409
Si  -0.0486  -0.0383  0.0937
Si  0.0389  0.0108  -0.017
Si  -0.0923  -0.03  0.0033
Si  -0.03  0.0256  0.139
Si  0.0006  -0.0573  0.0713
Si  -0.0651  0.0396  0.0204
Si  0.0762  -0.0291  -0.0226
Si  -0.0083  -0.0142  -0.083
Si  0.0477  -0.024  0.0186
Si  0.1044  0.0368  0.0406
Si  -0.0259  -0.0904  -0.0099
Si  0.0243  0.0204  0.0711
Si  -0.0113  -0.0399  0.1018
Si  0.022  0.0122  -0.0663
Si  -0.0627  0.0363  -0.0308
Si  -0.0303  -0.0083  0.0574
Si  0.025  0.0194  -0.0464
Si  -0.0484  -0.0086  0.0428
Si  -0.0343  -0.01  0.0057
Si  -0.0185  -0.0057  -0.0115
Si  -0.0351  -0.0002  0.0253
Si  0.0165  0.0478  0.0231
Si  0.0015  -0.0256  -0.0314
Si  0.0517  0.0101  0.0173
Si  -0.0751  0.0238  0.0456
Si  0.0536  0.0986  -0.0323
Si  -0.0133  0.0035  0.0347
Si  0.0066  0.0433  -0.0096
Si  0.0179  -0.0056  -0.0279
Si  -0.0187  0.0245  0.0846
Si  -0.0194  -0.0451  0.1069
Si  -0.0039  -0.0485  -0.0453
Si  0.0021  -0.0039  -0.0052
Si  -0.0938  0.0087  -0.0522
Si  -0.0359  -0.0489  0.0163
Si  0.0697  -0.066  0.2447
Si  0.0988  0.1166  0.1531
Si  -0.0443  0.1034  0.2012
Si  -0.2051  0.02  0.0732
Si  0.1285  0.0365  0.0953
Si  0.0257  0.0419  0.0441
Si  0.0271  -0.0062  0.0313
Si  -0.0431  -0.0445  0.1993
Si  0.0737  0.0225  0.0398
Si  -0.035  -0.02  0.0929
Si  -0.0114  -0.0657  0.0018
Si  -0.0022  0.0753  0.0117
Si  -0.0587  0.0873  0.0598
Si  0.0395  0.0138  0.0078
Si  0.0408  -0.0114  0.0962
Si  -0.0454  0.0319  0.1166
Si  0.0273  -0.0341  0.105
Si  0.022  -0.0188  0.0982
Si  -0.1251  -0.022  0.0045
Si  0.0827  0.0402  0.039
Si  0.1078  0.0645  0.103
Si  0.0258  -0.0506  0.2299
Si  -0.0855  -0.0494  0.1766
Si  -0.0187  0.0125  0.0692
Si  0.0167  -0.0903  0.0091
Si  0.0209  0.048  0.1229
Si  -0.0242  -0.0549  0.1446
Si  -0.0447  -0.0859  0.0537
Si  0.026  -0.0294  0.1316
Si  -0.0949  -0.0812  0.1295
Si  -0.0497  -0.0148  0.122
Si  0.0011  -0.0334  0.0501
Si  0.0324  -0.0152  0.0089
Si  -0.0427  0.0968  -0.0409
Si  -0.0018  0.0064  -0.0818
Si  -0.0494  -0.0009  0.0394
Si  -0.1639  0.0334  -0.0576
Si  -0.1194  -0.306  -0.2443
Si  -0.1242  0.1323  -0.5359
Si  0.0013  0.1435  -0.1467
Si  -0.1264  -0.0524  -0.2416
Si  -0.0102  0.233  -0.0871
Si  0.0668  0.0337  0.0024
Si  -0.0116  0.0443  0.0732
Si  0.1826  -0.2256  -0.083
Si  0.232  0.0003  -0.0735
Si  0.0066  -0.0717  -0.0697
Si  0.0699  -0.0703  -0.1736
Si  -0.1031  -0.0428  -0.0244
Si  -0.1061  0.1001  -0.1305
Si  0.1  -0.0314  -0.1979
Si  -0.0204  0.043  -0.3099
Si  -0.1202  0.0426  -0.1647
Si  -0.0491  0.1634  -0.2365
Si  0.111  0.0836  0.1192
Si  0.0015  -0.0202  0.0065
Si  0.0599  0.06  -0.0722
Si  0.0655  -0.1866  -0.2344
Si  -0.1007  -0.1053  0.0643
Si  -0.0119  0.1351  0.0571
Si  -0.1233  -0.1447  -0.0967
Si  0.0926  0.0338  -0.0534
Si  0.1034  -0.0081  -0.2437
Si  -0.0616  0.0333  -0.0009
Si  0.0487  0.0472  -0.3667
Si  -0.0289  0.054  0.0689
Si  0.1112  -0.0351  -0.0809
Si  0.1376  -0.1159  0.0542
Si  -0.009  0.004  0.0829
Si  0.0206  -0.0622  -0.1488
Si  -0.0217  -0.2829  0.1589
Si  0.2262  -0.0677  0.2019
Si  0.0118  0.2392  -0.0074
Si  0.1542  -0.0074  -0.1256
Si  0.1391  0.2078  0.0599
Si  -0.1807  0.0827  0.206
Si  -0.1895  -0.0775  0.2029
Si  -0.1929  0.0252  0.1208
Si  -0.1334  -0.0106  0.2104
Si  0.1855  -0.0025  0.0472
Si  -0.0782  -0.0595  0.3368
Si  0.0923  0.0355  0.1534
Si  -0.0693  -0.1075  0.2661
Si  0.0394  -0.1926  0.3207
Si  -0.0255  0.0084  0.0127
Si  -0.117  -0.0845  -0.0099
Si  -0.0817  0.1119  0.2929
Si  -0.1308  0.0506  0.0609
Si  0.0825  0.0935  0.0735
Si  -0.0713  0.0733  0.271
Si  0.1949  -0.1037  0.1142
Si  -0.028  -0.0549  0.1958
Si  0.0588  -0.0887  0.2978
Si  0.1714  0.0206  0.2466
Si  -0.1355  -0.2767  -0.0268
Si  0.1051  -0.116  0.2577
Si  -0.0778  0.244  0.1774
Si  0.2244  0.0087  -0.1691
Si  -0.1431  0.2399  0.1792
Si  -0.2145  -0.0984  -0.0585
Si  0.0528  0.1286  0.2907
Si  -0.0682  0.1806  0.3903
Si  -0.0061  -0.0066  0.3184
Si  -0.0913  -0.004  0.2293
Si  0.0087  0.0171  0.4442
Si  0.1342  0.0911  0.3942
Si  -0.0445  -0.1542  0.0139
Si  0.0425  0.117  -0.1928
Si  0.1785  -0.2711  0.0364
Si  0.1291  -0.0543  -0.3708
Si  0.1702  0.1916  0.2616
Si  0.348  0.2074  0.1899
Si  -0.2029  0.5001  0.2313
Si  0.4733  -0.3736  -0.0264
Si  -0.12  0.0834  -0.375
Si  -0.1701  -0.3021  -0.2747
Si  -0.0176  -0.1597  0.4487
Si  -0.0355  0.1697  0.0928
Si  0.0431  -0.0733  0.3102
Si  -0.0216  -0.0676  0.2682
Si  -0.0654  0.2917  0.0772
Si  -0.5065  0.3231  0.0896
Si  0.0703  -0.0042  0.0683
Si  -0.3615  0.0763  -0.0582
Si  -0.0175  -0.0135  0.2589
Si  -0.0141  0.0429  0.2454
Si  -0.0583  0.3418  0.108
Si  -0.0682  -0.0885  -0.1813
Si  0.1422  -0.2231  0.0576
Si  0.0913  -0.121  -0.1489
Si  0.4421  -0.1935  0.1726
Si  0.0178  -0.1125  0.2389
Si  -0.0263  0.2605  -0.1724
Si  -0.4308  -0.2818  0.2301
Si  -0.276  -0.1465  0.1671
Si  0.0563  -0.0895  0.2981
Si  -0.0212  0.2017  -0.1139
Si  0.1362  0.0114  -0.2939
Si  -0.0884  0.076  0.0227
Si  -0.0037  -0.0442  -0.0668
Si  -0.0867  -0.1519  0.0495
Si  -0.0226  0.0174  0.1509
Si  0.0302  -0.0997  0.2514
Si  0.1928  0.1539  -0.3841
Si  0.0962  0.0693  0.2623
Si  0.0167  -0.0482  -0.2992
Si  0.0932  0.0548  0.4206
Si  -0.0306  -0.0782  0.1383
Si  0.0223  0.1031  0.2032
Si  0.0159  -0.1545  0.2413
Si  -0.0393  0.0196  0.0979
Si  -0.1748  -0.1156  0.2357
Si  -0.1217  0.1896  0.2711
Si  -0.1547  -0.0354  -0.029
Si  -0.0718  -0.0146  0.1995
Si  -0.0126  -0.028  0.2871
Si  0.199  -0.0006  0.2293
Si  -0.1946  0.0868  0.3514
Si  -0.0032  -0.0125  0.4482
Si  -0.0682  -0.1211  0.0844
Si  0.1746  -0.0598  0.2097
Si  0.0413  -0.0565  0.1761
Si  0.1138  -0.0929  -0.0203
Si  -0.1714  -0.0517  0.0963
Si  -0.1051  0.0415  0.1377
Si  -0.0314  0.0247  -0.1031
Si  -0.0968  -0.1615  0.33
Si  -0.1202  -0.0819  0.3356
Si  0.1107  0.1937  0.2214
Si  0.1405  0.0789  0.054
Si  0.0585  0.3108  0.1627
Si  0.0672  0.1014  0.0463
Si  -0.1229  -0.0128  0.3238
Si  -0.0167  -0.1355  0.1449
Si  0.0687  0.01  0.3324
Si  -0.1107  0.0831  0.134
Si  -0.0218  0.1644  0.1716
Si  0.4134  0.1886  0.3031
Si  0.006  0.1475  -0.164
Si  0.0468  0.1025  0.0117
Si  -0.1776  0.0058  -0.4327
Si  -0.0301  -0.0148  -0.0641
Si  -0.0484  -0.0105  -0.0223
Si  -0.081  -0.0025  -0.1081
Si  -0.0041  0.0589  -0.0285
Si  0.0045  0.0043  0.0051
Si  -0.0505  0.0433  -0.2203
Si  0.1561  0.0215  -0.3355
Si  0.0321  0.059  0.0985
Si  0.1256  -0.1053  0.3478
Si  0.1907  -0.0857  0.1892
Si  -0.2619  0.0198  0.3642
Si  0.0748  -0.153  0.3097
Si  -0.0674  0.0175  -0.1251
Si  -0.0795  -0.2632  -0.0372
Si  -0.1471  -0.1412  0.1689
Si  0.176  -0.0415  -0.1452
Si  0.0321  0.0093  0.1232
Si  0.1542  -0.0474  -0.3069
Si  -0.0071  0.0511  0.2473
Si  -0.1454  0.0785  0.062
Si  0.0348  0.0798  -0.2706
Si  -0.0234  -0.102  0.285
Si  -0.0738  -0.1212  0.223
Si  0.1147  0.0936  0.2472
Si  -0.0466  0.0353  0.5516
Si  -0.0399  -0.0321  -0.2693
Si  -0.0503  -0.1214  0.2611
Si  -0.0245  -0.2857  -0.1164
Si  -0.0912  0.1323  0.352
Si  0.0871  0.1017  0.1531
Si  0.1647  -0.0127  0.4382
Si  0.1097  -0.1173  -0.0398
Si  -0.0149  -0.0407  -0.1193
Si  -0.1547  -0.2007  -0.3643
Si  -0.0223  0.1511  -0.3968
Si  0.0197  -0.0367  -0.4962
Si  -0.098  -0.0409  -0.2935
Si  0.0997  0.0389  -0.0105
Si  -0.051  -0.0427  -0.0697
Si  0.1005  0.0435  0.1055
Si  -0.0148  0.1421  -0.0698
Si  -0.1415  0.3278  -0.6122
Si  0.1149  -0.1284  -0.0296
Si  0.04  0.0777  -0.228
Si  0.052  -0.1242  0.1245
Si  0.1058  -0.2728  -0.2559
Si  -0.0681  -0.2035  -0.3271
Si  0.0682  0.0144  0.0477
Si  0.1749  0.0617  -0.1553
Si  0.0148  0.1485  0.1021
Si  -0.0022  -0.1199  0.4507
Si  -0.0762  0.0841  0.2631
Si  -0.0064  0.0794  0.1535
Si  0.1294  -0.011  -0.307
Si  -0.1076  0.0803  -0.0849
Si  -0.0684  0.0789  0.3128
Si  -0.0217  0.0114  0.3166
Si  0.1764  0.0544  -0.3154
Si  0.0446  0.0764  -0.2623
Si  0.0371  0.1076  -0.2153
Si  0.0514  -0.0521  -0.0505
Si  -0.0467  0.091  -0.4029
Si  -0.0537  0.0755  -0.2394
Si  -0.0611  -0.0012  -0.2203
Si  -0.1253  -0.0125  -0.5352
Si  -0.2098  -0.1024  -0.0296
Si  -0.0465  -0.0298  -0.1172
Si  -0.0116  0.2137  -0.2444
Si  -0.1226  0.0351  -0.2616
Si  -0.0692  -0.0756  0.2179
Si  0.0813  0.0692  -0.2901
Si  -0.0166  -0.1139  -0.3303
Si  -0.0384  -0.1593  -0.2701
Si  0.3198  -0.1682  -0.3741
Si  -0.1793  -0.1004  0.2696
Si  -0.438  0.1222  -0.151
Si  0.1696  0.033  -0.021
Si  0.0974  0.0203  -0.2121
Si  0.0777  -0.0501  -0.2383
Si  0.1142  -0.1379  -0.2332
Si  -0.0157  0.2323  -0.251
Si  -0.2102  -0.0423  -0.4688
Si  0.2654  -0.0654  -0.2989
Si  -0.0871  -0.1377  -0.1096
Si  -0.0514  0.0399  -0.318
Si  0.0893  0.1108  -0.4076
Si  0.1403  -0.148  -0.2929
Si  0.0374  0.0629  -0.3445
Si  0.0224  0.0566  -0.0856
Si  -0.0481  0.102  -0.3341
Si  0.0937  0.1263  0.0309
O  0.0758  0.0959  0.5943
O  0.1937  -0.1105  -0.0853
O  -0.1078  -0.0133  0.1514
O  -0.0806  0.0469  0.1646
O  -0.1552  0.1088  0.3798
O  0.1963  -0.529  0.2258
O  0.033  0.0174  0.4262
O  -0.1145  0.1954  0.5417
O  -0.0955  0.0741  -0.0373
O  0.2332  0.2148  0.1504
O  -0.0798  -0.1555  0.4293
O  -0.0572  -0.01  0.0334
O  -0.3204  0.3092  0.1858
O  -0.0811  -0.1477  0.3551
O  0.1552  -0.0513  0.3072
O  0.1895  0.1028  0.2536
O  -0.2691  -0.1687  0.121
O  -0.0723  -0.0692  0.495
O  0.2624  -0.1782  0.0086
O  -0.0284  0.1012  0.3182
O  -0.1639  -0.0616  0.0292
O  0.0819  0.2197  0.2636
O  0.1754  0.1851  -0.1602
O  -0.04  0.2672  0.1444
O  0.2942  -0.0317  0.2218
O  0.127  -0.246  -0.0523
O  0.076  -0.3152  0.2632
O  -0.1067  -0.0313  0.0586
O  0.0118  -0.0747  0.4001
O  -0.1573  0.2904  0.307
O  -0.2448  0.0697  0.3444
O  0.0475  0.3387  0.2613
O  -0.0129  -0.0481  0.0651
O  -0.0307  -0.0938  0.0224
O  -0.1733  -0.0533  0.1245
O  0.2498  0.2372  0.2387
O  -0.0626  -0.3289  0.0836
O  -0.2152  0.2577  0.1382
O  0.1197  -0.1416  0.3441
O  0.1512  0.0205  -0.1754
O  0.447  -0.064  0.183
O  0.1596  -0.1891  -0.2055
O  -0.0646  0.178  0.0052
O  -0.206  0.373  0.393
O  0.0892  0.1095  0.0546
O  -0.2006  0.0459  0.2985
O  -0.1858  0.075  -0.0535
O  0.3315  0.1988  -0.0665
O  -0.0751  0.2136  0.2708
O  -0.0855  0.2849  0.409
O  -0.002  -0.1582  0.1172
O  0.1132  -0.0585  0.3852
O  -0.1459  -0.3771  0.3601
O  -0.0219  -0.1933  0.3607
O  -0.2386  0.2165  0.2607
O  0.0368  0.2601  0.4081
O  -0.1258  -0.1178  0.479
O  -0.1319  0.1198  0.0272
O  0.0659  0.136  0.2248
O  0.082  0.1709  -0.0234
O  -0.0188  0.2935  0.1021
O  -0.1864  0.0802  0.1582
O  0.055  0.163  0.3446
O  -0.155  -0.2433  0.3378
O  -0.3122  0.2045  -0.3281
O  -0.2803  0.0843  0.1952
O  0.106  -0.1323  0.3222
O  -0.265  0.0747  0.0934
O  0.2651  0.0898  -0.197
O  0.0471  -0.0691  0.4797
O  0.3108  0.0049  0.1866
O  -0.0683  0.3752  -0.0831
O  -0.1077  -0.005  0.2109
O  0.3088  -0.0824  -0.3128
O  -0.083  0.3478  0.2045
O  -0.0074  0.3277  0.1067
O  -0.2977  0.4365  -0.2255
O  0.1576  0.0769  -0.3551
O  0.1811  0.0626  -0.0612
O  -0.1666  0.0077  -0.2156
O  -0.2138  -0.0173  -0.4068
O  0.008  -0.3007  -0.5313
O  -0.2382  -0.2986  -0.1943
O  0.2004  0.0543  -0.2096
O  -0.3703  0.3873  0.0697
O  0.0309  -0.3773  -0.0834
O  -0.1054  -0.2559  -0.24
O  0.0707  0.0421  -0.1002
O  0.1239  0.2861  -0.0063
O  -0.1777  -0.0755  -0.0744
O  0.4206  -0.3001  -0.2513
O  -0.0355  0.1132  -0.4159
O  -0.163  -0.01  0.1654
O  0.3286  -0.125  -0.0452
O  -0.2843  0.355  -0.5378
O  -0.1441  0.1378  -0.2056
O  -0.1136  0.2157  -0.3297
O  -0.2119  -0.136  -0.0887
O  -0.195  -0.0055  -0.0871
O  -0.0544  -0.2016  -0.0365
O  0.0263  -0.0213  -0.4148
O  -0.0425  0.104  0.1097
O  0.0368  0.0525  -0.5904
O  0.1001  -0.0411  -0.1587
O  0.2378  -0.3422  -0.1507
O  -0.0879  0.2515  0.1048
O  -0.036  0.0221  -0.2922
O  -0.0555  0.3057  -0.5033
O  0.1771  0.0109  -0.3732
O  -0.2049  -0.02  -0.3418
O  0.2888  -0.1076  -0.0463
O  0.1325  0.1536  -0.18
O  0.1237  0.1614  -0.0058
O  -0.0931  -0.2561  -0.0181
O  -0.1487  0.3099  -0.1571
O  -0.0527  0.1127  -0.0185
O  -0.1398  -0.0088  -0.0023
O  -0.2379  -0.1666  -0.3413
O  0.0439  0.0699  -0.5004
O  -0.0614  -0.0549  -0.4438
O  0.0013  -0.1071  -0.2865
O  -0.0323  -0.063  0.0894
O  0.227  0.0073  -0.1245
O  -0.0774  -0.0775  -0.2799
O  -0.194  -0.4211  -0.0174
O  0.0253  -0.2361  -0.3194
O  -0.0281  0.1353  -0.3116
O  0.0144  0.1482  -0.4271
O  -0.1167  0.1896  -0.1788
O  0.1169  -0.2174  0.011
O  0.0025  -0.1526  0.0606
O  0.1099  0.2439  -0.1063
O  0.0874  -0.0008  -0.359
O  0.0733  0.0924  -0.0378
O  0.1198  0.0388  -0.075
O  0.1089  0.3615  -0.0592
O  0.0541  -0.2191  -0.2622
O  0.1078  0.3048  -0.0701
O  -0.1344  -0.1538  -0.614
O  -0.043  0.2108  -0.0641
O  0.2821  -0.2909  -0.1886
O  -0.0885  -0.2479  -0.2145
O  -0.0212  -0.0497  -0.0529
O  -0.1836  -0.2428  0.2435
O  -0.0293  0.0134  0.2683
O  0.0366  -0.2092  -0.0471
O  0.2366  -0.058  -0.3682
O  -0.0944  -0.0207  -0.131
O  -0.1557  0.1909  0.2613
O  0.1481  0.098  -0.0294
O  -0.0576  -0.1904  0.1092
O  -0.0794  0.1201  -0.0716
O  0.2328  0.2451  -0.0642
O  -0.0763  0.0265  0.0842
O  0.1451  -0.0746  -0.2797
O  0.5379  0.3933  -0.4694
O  -0.2336  -0.0739  -0.2443
O  -0.1104  -0.2706  -0.1744
O  0.0959  0.085  -0.1592
O  0.0343  0.0919  0.0812
O  -0.201  0.1856  -0.0685
O  -0.1157  -0.2416  -0.3462
O  -0.0522  0.2906  -0.0563
O  0.0037  0.1965  -0.1135
O  -0.0643  -0.015  0.2898
O  0.0966  0.131  -0.4905
O  0.0306  -0.0238  -0.0663
O  0.0188  0.0586  -0.1866
O  -0.1125  -0.1272  0.1446
O  -0.031  0.0723  -0.3009
O  0.2232  -0.1224  -0.1565
O  0.0081  0.2727  -0.182
O  -0.2619  -0.2165  -0.4958
O  0.102  -0.1046  -0.125
O  0.0298  0.2569  -0.0158
O  0.1587  -0.0795  -0.2458
O  0.0357  -0.041  0.0444
O  -0.1367  0.0946  -0.2249
O  -0.066  -0.2038  -0.1339
O  0.2587  0.0898  -0.022
O  -0.0593  -0.0602  -0.2001
O  0.0885  -0.1814  -0.0678
O  -0.2102  -0.0117  0.0809
O  0.0018  0.1307  0.1764
O  0.2566  0.0934  0.0355
O  -0.0663  -0.0795  -0.0661
O  -0.1972  -0.0571  0.1402
O  0.1777  -0.0062  -0.288
O  -0.1649  0.1356  -0.1646
O  0.1201  -0.0294  -0.2961
O  0.3298  0.0689  -0.2671
O  -0.0541  -0.1266  -0.1346
O  0.0271  0.4179  -0.1324
O  -0.3055  0.004  0.0724
O  0.0299  0.0162  0.0699
O  0.0364  0.168  -0.1088
O  0.0192  0.0368  0.0568
O  0.0242  0.1001  -0.1201
O  0.0553  -0.0181  -0.4002
O  0.155  -0.0038  0.1832
O  -0.0975  0.0404  0.1298
O  0.1444  0.2439  -0.23
O  -0.1131  -0.1211  0.2692
O  0.1109  0.2679  -0.4423
O  -0.0515  -0.0691  -0.197
O  0.158  0.1323  0.0474
O  -0.0693  -0.162  -0.0875
O  0.0267  -0.1132  0.015
O  0.0346  -0.2141  -0.3428
O  0.1196  0.2064  0.1356
O  -0.052  0.0995  -0.2139
O  0.4256  0.037  -0.2376
O  -0.037  -0.0173  -0.0609
O  -0.0687  -0.1472  -0.154
O  0.1968  -0.282  0.1831
O  -0.1221  0.2532  0.3833
O  0.0069  0.0043  -0.0362
O  0.1136  0.0194  0.0102
O  -0.2355  0.297  0.1652
O  -0.0708  -0.4589  0.1777
O  0.0191  -0.1226  0.5777
O  -0.0127  0.2429  0.112
O  -0.2959  0.1086  -0.045
O  0.1658  -0.0095  -0.2056
O  0.1134  -0.156  0.0337
O  -0.2505  -0.1499  0.1592
O  -0.2184  -0.1734  0.1289
O  -0.0492  0.0791  0.259
O  0.0985  0.1053  0.1518
O  0.1166  -0.1667  -0.1873
O  -0.2015  -0.3199  0.2326
O  0.0162  -0.1883  -0.1646
O  -0.1305  -0.1544  -0.1286
O  0.0255  0.1302  -0.1654
O  0.0841  -0.0977  0.1537
O  0.2007  -0.034  0.0937
O  -0.0322  0.3452  -0.0157
O  -0.0526  0.1288  0.0813
O  -0.0715  0.025  -0.2659
O  -0.0023  0.0299  -0.3275
O  0.0949  -0.2401  0.0571
O  -0.0221  0.2786  0.1581
O  0.4916  -0.2546  0.4878
O  0.2142  -0.2202  -0.0094
O  0.131  0.1274  -0.0724
O  -0.221  0.0259  -0.1211
O  0.011  0.1527  -0.0412
O  -0.0598  0.159  -0.151
O  -0.1411  0.108  -0.1315
O  -0.1028  -0.0121  0.1585
O  -0.0935  0.3641  -0.153
O  -0.0514  -0.1722  -0.0013
O  0.0469  0.4093  -0.0786
O  0.0717  0.1993  0.2918
O  -0.1563  -0.0491  0.147
O  -0.0484  -0.1239  -0.1066
O  -0.0399  0.0571  -0.2745
O  0.0654  0.1478  -0.25
O  -0.178  0.0751  0.0014
O  0.0693  0.2102  -0.0251
O  0.1702  -0.1481  0.1381
O  0.2232  -0.0773  -0.1554
O  -0.042  -0.2356  0.0592
O  0.0436  -0.2097  -0.0879
O  0.0784  0.1615  0.017
O  0.1107  -0.146  0.1817
O  0.0024  0.1437  -0.0113
O  -0.1187  -0.2436  -0.1754
O  -0.2451  0.2749  0.142
O  0.1017  0.0114  0.0502
O  0.2  0.2133  0.0725
O  -0.0513  0.2281  0.0617
O  0.0914  0.0318  0.0296
O  0.2418  -0.1245  -0.1725
O  -0.0435  -0.2119  0.5151
O  -0.0644  0.0316  0.1684
O  0.0043  -0.0397  0.2501
O  0.1396  0.0573  0.0249
O  0.0496  -0.2114  0.0008
O  -0.2918  -0.0684  -0.0694
O  0.0733  -0.1357  -0.1115
O  -0.1097  0.0411  0.3789
O  -0.2469  -0.2293  0.0589
O  -0.0939  -0.1048  0.2378
O  -0.0713  0.1217  0.0858
O  -0.0452  0.1636  -0.0617
O  -0.1478  0.085  0.2859
O  0.227  0.0856  -0.1441
O  0.0034  0.0456  -0.061
O  0.0949  0.1955  -0.0829
O  -0.061  -0.0172  0.0664
O  -0.1948  0.0573  0.3576
O  -0.0649  -0.1388  0.001
O  0.0928  0.1284  0.0023
O  -0.0154  0.1306  -0.0613
O  -0.1535  0.1254  -0.0876
O  0.1439  0.1918  0.2004
O  -0.0129  0.0875  0.2295
O  0.0189  0.0332  0.2755
O  -0.1705  -0.2558  0.1883
O  -0.065  0.0991  -0.4806
O  0.0631  -0.1158  0.02
O  -0.0347  -0.3328  0.4573
O  -0.1242  0.1328  -0.3652
O  0.1614  -0.1282  0.1315
O  -0.0762  0.0024  0.0848
O  0.1345  -0.1767  -0.1511
O  0.1322  -0.234  -0.0691
O  -0.1052  -0.041  -0.1594
O  -0.1891  0.3278  0.4606
O  -0.0696  -0.1703  0.3285
O  0.0713  0.4214  0.1694
O  -0.1847  0.1318  -0.0584
O  -0.1806  -0.2037  -0.1247
O  0.0679  -0.0622  0.0139
O  0.0336  0.0224  0.0926
O  0.1158  0.0457  -0.175
O  0.1409  -0.2364  -0.0344
O  0.137  0.1749  -0.0488
O  -0.2057  -0.2274  0.0797
O  -0.1673  0.1501  0.1972
O  -0.1049  0.3037  0.1438
O  0.1235  -0.0087  0.525
O  0.0765  -0.2597  0.452
O  -0.0068  0.2244  -0.1096
O  0.1462  -0.0821  0.2997
O  -0.0045  0.0849  0.1264
O  0.0938  0.0318  0.0477
O  -0.0901  0.2401  0.2821
O  0.0069  0.1374  -0.0262
O  -0.0521  0.196  -0.1907
O  0.3393  -0.1541  0.1532
Si  -0.0311  0.0229  -0.0512
Si  -0.0358  0.053  -0.1197
Si  -0.0072  0.0545  0.0286
Si  0.0716  -0.0087  0.0329
Si  0.0566  0.0021  -0.0481
Si  0.0621  0.0301  -0.0082
Si  -0.0196  0.0002  -0.0082
Si  0.0088  -0.0922  0.0083
Si  -0.0793  -0.0205  -0.0471
Si  -0.0209  0.0724  0.0495
Si  0.0291  -0.0414  0.0137
Si  0.1375  0.0151  0.0266
Si  0.0415  -0.0261  -0.132
Si  -0.0256  -0.085  0.0324
Si  -0.0904  0.0454  0.023
Si  -0.0295  0.0746  -0.0709
Si  0.0644  -0.0223  -0.037
Si  0.0174  -0.0433  -0.0154
Si  0.0225  0.0702  0.0007
Si  -0.0148  0.0436  0.0266
Si  -0.0494  -0.0388  0.0485
Si  0.0127  -0.047  -0.027
Si  0.0055  0.001  0.0262
Si  -0.0027  -0.0353  -0.0173
Si  0.0168  0.039  -0.0873
Si  0.0471  -0.0153  -0.0828
Si  -0.0674  -0.0963  -0.0139
Si  0.0025  -0.0315  0.0086
Si  -0.0167  0.0381  -0.011
Si  0.0115  0.0419  -0.0655
Si  -0.0071  -0.007  -0.0371
Si  -0.0938  0.0267  -0.0914
Si  0.0311  0.0605  -0.0934
Si  0.0285  -0.0428  -0.0128
Si  0.0197  0.0219  -0.034
Si  0.026  0.0019  -0.0263
Si  0.0372  -0.0463  -0.0045
Si  0.0317  0.064  0.01
Si  0.0124  -0.0195  0.019
Si  -0.0028  -0.0169  0.0125
Si  -0.0213  -0.0078  0.0121
Si  -0.0254  -0.0017  -0.0141
Si  0.0323  0.0137  -0.0067
Si  0.0271  0.0266  -0.0203
Si  0.059  -0.0149  -0.0035
Si  0.0055  -0.0294  0.022
Si  -0.0197  -0.0168  -0.0456
Si  -0.0672  -0.0247  -0.0062
Si  -0.0115  0.0844  -0.0114
Si  0.0575  0.0392  -0.043
Si  0.0787  -0.0745  -0.0084
Si  0.0093  -0.0696  -0.0189
Si  -0.0318  0.0041  0.0065
Si  -0.0117  -0.0248  -0.024
Si  -0.0335  -0.0048  -0.0304
Si  -0.0521  -0.0306  -0.0129
Si  -0.0048  -0.0004  -0.0263
Si  -0.002  -0.0232  -0.0021
Si  -0.0719  0.0335  0.0297
Si  0.0003  -0.0311  0.0289
Si  -0.0114  -0.0031  0.0112
Si  -0.0378  0.0635  0.0213
Si  -0.0126  0.0518  -0.0014
Si  -0.0128  -0.0189  0.0038
Si  -0.0318  -0.0304  -0.0421
Si  0.0321  -0.0213  0.0062
Si  -0.0022  -0.0081  0.0041
Si  0.0365  0.031  0.0053
Si  0.0326  -0.0228  -0.012
Si  -0.0474  0.06  -0.0338
Si  0.0244  -0.0456  -0.0284
Si  0.0072  -0.0376  -0.0069
Si  0.014  0.0326  -0.0098
Si  0.0212  0.0169  0.015
Si  -0.0083  -0.004  -0.004
Si  -0.0049  0.0242  0.0135
Si  0.0476  0.0335  -0.0002
Si  -0.0027  -0.018  0.0011
Si  -0.0179  -0.0128  -0.004
Si  0.0329  0.0244  -0.0059
Si  0.0088  -0.0112  -0.0028
Si  0.0049  0.0119  0.0223
Si  -0.01  -0.0202  0.0235
Si  0.0414  0.0104  0.0153
Si  -0.0048  -0.0227  0.0086
Si  -0.007  -0.0258  -0.001
Si  -0.0375  0.0316  -0.0059
Si  -0.0159  0.032  0.0084
Si  -0.0017  -0.0253  0.0072
Si  -0.0095  0.0212  -0.0036
Si  -0.0199  -0.0209  0.0118
Si  0.0193  0.0375  0.0071
Si  0.0003  0.0185  0.0184
Si  -0.0134  0.0184  0.0003
Si  0.0318  -0.0306  -0.0009
Si  0.0007  -0.0085  -0.0035
Si  -0.0101  0.0035  -0.0188
Si  0.0167  0.0031  -0.0013
Si  -0.0215  -0.0091  0.0139
Si  0.0099  -0.0086  -0.012
Si  -0.0276  0.0058  -0.0033
Si  0.0287  0.0045  -0.0067
Si  0.0405  0.0435  -0.0099
Si  -0.0435  -0.0319  -0.0123
Si  -0.0184  0.0264  0.0085
Si  -0.0202  0.0009  -0.0047
Si  0.0007  0.005  0
Si  0.0003  -0.0124  0.0334
Si  -0.0154  0.0322  0.0022
Si  -0.0115  0.0096  0.0074
Si  0.0261  -0.0074  0.0147
Si  0.0331  -0.0319  0.013
Si  -0.0092  -0.0195  -0.0033
Si  0.0028  0.0068  0.0121
Si  0.0277  -0.0117  -0.0015
Si  0.0029  -0.0059  0.0007
Si  0.0026  -0.0019  -0.0033
Si  -0.0141  0.0011  0.0073
Si  0.007  -0.0212  -0.0066
Si  -0.034  0.0052  0.0072
Si  -0.0045  0.0202  0.0029
Si  -0.0042  0.0133  0.0046
Si  0.0224  -0.0237  0.0047
Si  0.0141  0.0025  0.0128
Si  -0.0208  0  -0.0043
Si  0.0147  -0.0216  0.0023
Si  -0.0129  0.0096  -0.016
Si  -0.0341  -0.0188  -0.0111
Si  -0.0104  -0.0133  0.0077
Si  -0.0078  -0.0127  -0.0084
Si  -0.0041  -0.0147  -0.0014
Si  0.0037  -0.0265  0.0044
Si  0.0016  0.0187  0.0079
Si  0.0065  -0.0247  0.0009
Si  -0.0039  -0.0038  0.0085
Si  -0.0162  0.0386  0.0174
Si  0.0034  0.007  -0.0069
Si  -0.0055  -0.0057  0.0005
Si  -0.0049  -0.0087  -0.0057
Si  0.0182  0.0022  -0.008
Si  -0.0014  0.0011  -0.0058
Si  -0.0039  0.0039  -0.0074
Si  -0.0002  -0.0197  -0.0026
Si  0.0205  -0.0272  -0.0061
Si  0.0016  0.0011  -0.0039
Si  0.018  -0.0051  0.0023
Si  0.0014  -0.0048  -0.0006
Si  -0.0169  0.0235  0.0022
Si  -0.0129  0.001  -0.0001
Si  0.0076  0.0062  0.0048
Si  0.0197  0.0118  -0.0034
Si  0.0047  0.0025  0.0044
Si  0.0144  0.0091  -0.0028
Si  0.0202  0.0022  0.0075
Si  -0.005  0.0046  0.0107
Si  0.0088  -0.0137  0.0077
Si  -0.0015  0.0041  0.0016
Si  0.0068  -0.001  -0.0076
Si  0.0009  0.0139  0.0058
Si  -0.013  0.0051  0.0053
Si  -0.0235  0.0111  0.0001
Si  -0.0067  0.0077  -0.0046
Si  0.0032  0.0057  0.0057
Si  0.0054  -0.0043  0.0058
Si  0.009  0.0024  0.0067
Si  0.008  0.0145  0.0086
Si  0.0089  -0.0033  0.0038
Si  -0.0096  -0.001  0.0013
Si  -0.0154  -0.0118  -0.007
Si  -0.0017  0.0133  -0.0077
Si  -0.0022  0.0166  -0.0001
Si  0.008  0.0075  0.0024
Si  -0.0113  0.0093  -0.0005
Si  0.0054  0.009  -0.0031
Si  0.0084  0.0108  -0.0013
Si  -0.0039  -0.0019  -0.0009
Si  0.0015  0.0056  0.0098
Si  0.0035  0.005  0.005
Si  -0.015  -0.0053  0.006
Si  -0.0067  -0.0028  -0.0038
Si  -0.0028  0.0033  -0.0002
Si  -0.0081  0.009  0.0028
Si  0.0026  -0.0014  0.0057
Si  0.0212  -0.0054  0.0095
Si  0.016  0.0085  0.0033
Si  0.0072  -0.0025  0.0017
Si  -0.0099  -0.0074  -0.0022
Si  -0.0082  -0.0051  0.0016
Si  -0.0015  -0.0099  -0.0011
Si  -0.0104  0.0032  0.0011
Si  0.0042  -0.017  -0.0005
Si  0.0025  -0.0142  -0.0066
Si  -0.0069  -0.013  0.0021
Si  -0.0025  -0.0006  0.0048
Si  -0.0047  0.0072  0.0099
Si  0.006  0.0011  0.0091
Si  0.0109  -0.0018  -0.0002
Si  -0.0143  0.0043  -0.0065
Si  -0.0089  -0.0059  -0.0082
Si  -0.0153  -0.0025  -0.0076
Si  -0.01  -0.0063  -0.0036
Si  -0.0053  -0.0056  -0.0003
Si  0.0055  -0.0113  -0.0028
Si  0.0105  -0.0107  -0.0064
Si  0.0089  -0.0124  -0.0047
Si  0.0011  0.0062  0.0032
Si  -0.0014  0.0029  0.0104
Si  0.0106  0.0091  0.0129
Si  -0.0003  0.0023  0.0022
Si  -0.0055  -0.0034  -0.0032
Si  -0.0084  -0.013  -0.0073
Si  -0.0079  -0.0107  -0.0074
Si  -0.0068  -0.0089  -0.0059
Si  0.0024  -0.0184  -0.0031
Si  0.0038  -0.0105  -0.0028
Si  0.0071  -0.0138  -0.0012
Si  -0.0046  -0.0074  -0.0054
Si  0.0154  -0.0115  -0.0057
Si  -0.0058  0.019  0.0011
Si  0.0097  -0.0116  -0.0027
Si  -0.002  0.0077  -0.0007
Si  -0.0174  0.0206  0.0047
Si  0.0225  -0.0016  0.0061
Si  0.0018  0.0072  0.0004
Si  0.0021  0.0111  0.0079
Si  0.0057  0.0063  0.0073
Si  0.0012  0.0029  -0.0013
Si  0.0103  0.0078  0.0069
Si  0.0026  -0.0007  -0.0057
Si  -0.0043  0.0033  -0.0071
Si  -0.0046  0.0077  -0.001
Si  0.0069  0.0027  -0.0012
Si  -0.0052  0.0055  0.0009
Si  -0.0073  0.0209  -0.0028
Si  0.0185  -0.0101  0.0056
Si  0.0034  0.0054  -0.0026
Si  0.0119  -0.0016  0.006
Si  0.002  0.0028  0.0062
Si  -0.0149  0.0119  -0.0046
Si  0.0049  -0.0009  0.0029
Si  -0.0132  0.0036  -0.0054
Si  -0.0111  -0.0068  -0.0116
Si  -0.0049  0.0095  0.0013
Si  -0.0075  0.0103  0.0011
Si  0.0113  0.0038  -0.004
Si  -0.0022  0.0122  0.0033
Si  0.0099  -0.009  0.0066
Si  0.0106  0.0076  -0.0016
Si  -0.0065  0.0069  0.0086
Si  0.0034  -0.0014  0.0042
Si  -0.0188  0.0069  -0.0064
Si  -0.0017  0.0157  -0.0012
Si  0.0088  0.005  0.0051
Si  -0.0066  -0.0123  -0.0036
Si  0.0067  0.0049  0.003
Si  0.0076  0.0103  0.0091
Si  0.0048  -0.0046  -0.0062
Si  0.0136  0.0151  0.0021
Si  -0.0046  -0.0063  -0.0061
Si  -0.0041  -0.0109  -0.0038
Si  -0.0086  -0.0092  0.0012
Si  0.0022  -0.0155  -0.0029
Si  -0.0015  -0.0049  -0.0075
Si  0.0167  -0.0021  -0.0072
Si  -0.0042  -0.0179  0.0059
Si  0.0093  -0.0261  -0.0047
Si  -0.0062  0.009  0.0038
Si  -0.0068  0.0052  0.0055
Si  0.0033  0.0083  -0.0063
Si  -0.0145  0.0131  -0.0048
Si  0.0052  -0.0096  -0.0036
Si  -0.0246  -0.0217  -0.0059
Si  -0.0033  0.003  -0.004
Si  -0.001  -0.0137  -0.0074
Si  0.0029  -0.0141  -0.0131
Si  0.0027  -0.0065  -0.0108
Si  0.0128  -0.0128  0.0031
Si  0.0093  -0.013  -0.0038
Si  -0.0025  0.0074  0.0066
Si  0.0203  -0.01  0.0031
Si  -0.0136  0.0184  -0.0081
Si  -0.0049  0.0188  0.0061
Si  -0.008  -0.001  -0.0087
Si  -0.0134  -0.0124  -0.0103
Si  0.0027  -0.0036  0.0018
Si  -0.0137  -0.0152  0.0018
Si  0.0095  -0.0082  -0.0084
Si  -0.0139  -0.0173  -0.0033
